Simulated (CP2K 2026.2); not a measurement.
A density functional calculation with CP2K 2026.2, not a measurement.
Periodic cell of 2007 atoms, Si1440O567, from a study of silicon, its oxide and their interface. The atomic structure is a simulated model.
Doubt: the forces sum to 10.22 eV/angstrom along one axis rather than to zero, so they err by at least 0.0051 eV/angstrom per atom on average; the grid cutoff is modest.

Settings
functional: PBE
method: Gaussian and plane waves
basis set: DZVP-MOLOPT-SR-GTH
pseudopotentials: GTH-PBE
grid cutoff: 300 Ry, relative cutoff 40 Ry
k points: Gamma only
occupations: fixed
spin: none
net charge: 0

Cell vectors (angstrom)
a	65.28	0	0
b	0	16.32	0
c	-2.1654	0.1111	33.7251

Atoms and the computed forces on them: element, x, y, z (angstrom), force x, y, z (eV/angstrom)
Si	1.287	-0.696	1.846	0.199	-0.264	0.641
Si	4.157	2.176	1.044	0.099	-0.627	0.206
Si	1.552	3.857	1.752	-0.097	0.076	0.814
Si	3.963	6.652	1.556	-0.308	0.31	0.404
Si	0.975	-7.202	1.602	0.175	-0.305	0.211
Si	3.883	-5.049	1.16	-0.372	-0.281	0.569
Si	5.177	-2.43	1.264	0.178	0.041	0.499
Si	8.886	0.695	1.148	-0.027	-0.082	0.07
Si	6.112	4.488	0.781	-0.131	0.037	0.112
Si	9.709	6.446	1.654	0.211	-0.331	0.438
Si	6.529	9.549	1.669	0.159	-0.282	0.59
Si	9.152	-4.502	1.089	-0.41	-0.09	0.495
Si	11.618	-0.834	1.266	-0.153	-0.235	0.651
Si	15.659	2.592	-0.343	-0.003	0.01	0.138
Si	11.561	4.865	1.386	-0.153	0.543	0.414
Si	14.397	6.748	1.278	0.374	0.094	0.704
Si	13.378	-5.241	2.614	0.049	0.015	-0.077
Si	14.664	-3.98	0.965	-0.372	-0.253	0.607
Si	18.609	-0.677	0.331	-0.181	0.123	0.669
Si	20.348	1.958	0.392	0.353	0.007	0.678
Si	18.144	4.244	0.046	0.313	0.533	-0.421
Si	20.195	-9.02	1.012	0.539	0.481	0.231
Si	17.617	-7.137	1.165	-0.217	0.475	0.621
Si	20.836	-4.381	1.192	0.024	-0.104	-0.069
Si	23.131	-1.74	1.437	-0.033	0.178	0.6
Si	25.399	1.684	1.446	0.04	-0.115	0.697
Si	23.137	3.832	1.311	-0.179	0.112	0.587
Si	26.005	6.42	1.119	-0.295	0.263	0.685
Si	22.631	-6.023	1.1	-0.276	0.093	0.497
Si	25.57	12.663	1.336	0.076	-0.223	0.63
Si	28.561	-1.622	1.292	0	0.227	0.679
Si	31.108	1.198	1.128	0.041	0.08	-0.02
Si	28.259	4.243	1.41	0.146	-0.153	0.691
Si	30.829	7.139	1.332	0.068	0.035	0.601
Si	28.589	9.301	1.173	-0.171	0.175	0.707
Si	30.701	-3.899	1.268	0.244	0.006	0.673
Si	32.555	-0.397	0.123	-0.087	0.285	-0.29
Si	-30.762	0.877	-0.25	-0.598	-0.023	0.156
Si	33.886	3.87	0.862	-0.234	0.448	0.268
Si	35.906	-8.832	1.135	-0.109	0.146	0.793
Si	34.197	-6.828	1.217	0.178	-0.308	0.269
Si	37.203	-4.549	1.293	0.249	-0.29	0.555
Si	39.673	-1.787	0.86	-0.594	-0.268	0.206
Si	-22.254	-0.007	0.095	0.052	0.018	0.2
Si	-25.78	4.522	0.471	0.097	0.138	0.068
Si	-26.661	-7.438	-1.624	0.052	-0.036	0.144
Si	38.847	-6.39	1.233	-0.193	0.284	0.591
Si	-23.871	-4.083	0.612	-0.121	-0.566	0.407
Si	-21.21	-2.85	0.667	0.042	0.211	0.516
Si	-18.184	1.083	0.182	-0.057	0.021	0.089
Si	-20.681	2.594	-0.194	-0.055	0.003	0.132
Si	-18.401	6.659	1.059	-0.288	-0.596	0.363
Si	-20.811	-7.661	0.702	-0.467	-0.185	0.49
Si	-19.239	-5.021	0.604	0.338	-0.001	0.538
Si	-14.724	-2.105	1.034	-0.668	-0.36	0.235
Si	-11.654	0.911	1.194	-0.455	0.368	0.073
Si	-15.81	2.963	0.386	0.172	0.232	0.631
Si	-12.01	6.187	1.617	-0.241	0.175	0.752
Si	-14.883	-6.745	1.14	-0.016	-0.151	0.742
Si	-12.212	-4.044	1.457	0.232	-0.142	0.672
Si	-9.39	-1.292	1.596	0.096	-0.184	0.69
Si	-6.21	0.938	1.622	-0.127	0.128	0.608
Si	-9.573	4.226	1.772	0.202	-0.063	0.766
Si	-7.54	-9.03	0.881	-0.456	0.394	0.219
Si	-9.165	-7.393	1.511	0.337	-0.282	0.426
Si	-6.482	-4.427	1.36	-0.031	-0.016	-0.173
Si	-4.02	-1.283	1.857	-0.026	-0.163	0.637
Si	-1.221	1.156	2.063	-0.034	0.146	0.585
Si	-3.476	2.976	1.129	-0.327	-0.152	0.804
Si	-2.659	5.999	1.299	0.046	0.235	0.722
Si	-4.757	-8.078	1.046	0.093	0.126	0.526
Si	-0.8	-4.564	1.404	0.275	0.323	0.458
Si	2.829	0.262	3.484	-0.098	-0.063	-0.039
Si	4.598	1.95	3.292	0.045	0.033	0.067
Si	2.694	5.378	3.104	-0.021	-0.002	-0.084
Si	5.311	8.014	2.934	0.035	-0.005	-0.012
Si	2.546	-5.892	2.907	0.013	0.088	-0.051
Si	5.837	-2.276	3.43	-0.021	0.02	-0.058
Si	7.485	-0.605	3.338	-0.084	-0.056	0.589
Si	10.376	2.614	2.966	0.208	0.039	0.655
Si	7.993	5.365	2.978	0.312	0.349	0.217
Si	10.736	-8.116	2.855	-0.014	0.069	0.079
Si	8.01	-5.485	2.907	-0.01	0.038	-0.092
Si	10.693	-2.425	2.784	0.378	0.242	0.352
Si	13.677	0.434	3.084	0.256	0.131	0.466
Si	15.442	2.084	2.828	-0.152	-0.074	0.634
Si	13.258	5.488	2.886	-0.029	-0.006	-0.047
Si	15.998	-8.235	2.504	-0.038	-0.019	0.03
Si	11.667	-6.399	1.421	0.494	-0.35	0.12
Si	16.356	-2.324	2.929	0.37	0.135	0.503
Si	18.169	-0.715	2.663	0.015	-0.063	-0.035
Si	21.475	2.574	2.437	-0.092	-0.003	-0.151
Si	18.669	5.318	2.708	-0.173	-0.127	0.597
Si	21.716	-7.866	2.315	0.038	0.031	-0.094
Si	18.873	-5.387	2.303	0.003	0.043	-0.001
Si	21.649	-2.904	2.831	0.077	0.053	-0.01
Si	24.241	-0.011	2.574	-0.005	0.03	0.014
Si	27.005	2.778	2.728	-0.013	0.009	-0.029
Si	24.315	5.463	2.478	0.037	0.039	-0.041
Si	27.026	8.103	2.446	0.001	-0.003	-0.081
Si	24.361	11.009	2.514	0.006	0.007	-0.081
Si	27.047	-2.615	2.747	0.009	0	-0.045
Si	29.735	-0.012	2.55	-0.059	-0.067	-0.071
Si	32.469	2.739	2.37	-0.005	-0.004	-0.093
Si	29.749	5.537	2.651	-0.003	0.01	0.003
Si	32.525	-7.996	2.448	0.03	-0.001	-0.011
Si	29.635	-5.442	2.605	-0.024	-0.051	-0.046
Si	32.405	-2.608	2.345	-0.258	-0.373	0.196
Si	35.858	0.519	2.418	-0.317	-0.256	0.708
Si	38.125	2.731	2.702	-0.013	0.146	0.697
Si	35.223	5.45	2.261	0.011	0.031	-0.124
Si	37.832	-8.081	2.451	-0.065	-0.043	-0.133
Si	35.41	-5.38	2.563	-0.014	0.045	-0.058
Si	38.184	-2.748	2.41	-0.05	0.027	-0.09
Si	41.154	0.144	2.478	-0.024	0.042	0.616
Si	-21.036	3.468	2.606	0.195	0.057	0.545
Si	-23.972	6.028	2.51	0.248	0.289	0.471
Si	-22.108	-8.541	2.494	-0.03	-0.067	-0.014
Si	-24.55	-5.49	2.367	-0.039	0.031	-0.136
Si	-20.971	-2.15	2.842	0.026	0.013	0.106
Si	-19.232	-0.386	2.748	-0.169	-0.148	0.513
Si	-15.415	3.436	2.664	0.071	0.027	0.003
Si	-19.253	5.151	2.666	-0.003	0.011	0.005
Si	-16.092	-8.124	2.637	0.392	0.385	0.249
Si	-18.182	-4.769	2.654	0.05	0.048	0.017
Si	-16.398	-3.064	2.596	0.057	0.038	-0.071
Si	-13.289	0.065	2.715	0.465	0.346	0.208
Si	-10.745	2.53	2.798	-0.039	-0.024	0.021
Si	-13.642	5.121	2.97	-0.032	-0.015	-0.085
Si	-10.811	-8.409	2.854	-0.062	-0.094	-0.05
Si	-13.466	-5.567	2.685	-0.005	-0.018	-0.016
Si	-10.681	-2.818	2.803	-0.009	-0.02	-0.01
Si	-7.904	-0.073	2.906	-0.012	-0.005	-0.004
Si	-5.045	2.551	2.911	0.069	0.043	-0.13
Si	-8.003	5.399	3.112	-0.393	-0.371	0.226
Si	-4.628	8.767	3.277	-0.01	-0.004	0.083
Si	-7.95	-5.682	2.761	-0.032	-0.035	-0.026
Si	-5.318	-2.944	2.891	0.012	0.013	-0.046
Si	-2.612	-0.165	3.326	-0.005	-0.011	0.032
Si	0.073	2.732	3.191	-0.03	-0.069	-0.035
Si	-1.966	6.192	3.432	-0.05	-0.1	0.066
Si	-0.234	7.87	3.301	0.015	0.026	-0.004
Si	-2.889	-5.831	3.404	-0.266	-0.231	0.392
Si	0.236	-2.798	2.796	-0.026	0.099	0.026
Si	1.286	1.421	4.734	0.008	0.038	0.019
Si	3.952	3.925	4.464	0.024	-0.015	-0.04
Si	1.409	6.741	4.528	0.019	0.029	-0.038
Si	4.047	9.382	4.356	0.025	-0.022	0.036
Si	1.483	-4.18	4.247	0.008	-0.045	-0.003
Si	4.045	-1.365	4.626	0.021	-0.023	0.056
Si	6.529	1.219	4.427	0.056	0.003	-0.041
Si	9.308	4.081	4.409	-0.003	-0.064	-0.023
Si	6.699	6.749	4.338	-0.013	-0.02	-0.005
Si	9.377	-6.818	4.256	0.02	-0.066	0.021
Si	6.793	-4.14	4.413	-0.008	-0.039	0.018
Si	9.357	-1.431	4.446	-0.015	-0.006	-0.013
Si	11.941	1.395	4.305	-0.041	0	-0.011
Si	14.633	3.974	4.055	0.058	-0.023	0.015
Si	12.066	6.896	4.286	-0.034	-0.029	0.044
Si	14.709	-6.784	3.91	-0.014	-0.023	-0.022
Si	12.039	-3.953	4.069	-0.036	0.023	-0.017
Si	14.745	-1.297	4.274	-0.014	0.031	0.003
Si	17.329	1.158	3.948	0.038	0.006	-0.064
Si	20.085	3.863	3.888	0.052	0.027	0.001
Si	17.349	6.777	3.982	-0.018	0.017	-0.044
Si	20.185	-6.761	3.785	0.008	0.027	0.018
Si	17.535	-4.121	3.896	0.004	-0.006	-0.047
Si	20.088	-1.503	3.918	-0.036	0.106	-0.042
Si	22.809	1.285	3.89	0.004	-0.037	0.038
Si	25.613	4.161	3.984	-0.004	0.008	0.026
Si	22.895	6.872	3.716	-0.062	-0.012	0.021
Si	25.647	9.488	3.781	0.032	0.024	0.015
Si	23.052	12.154	4.124	0.007	-0.045	0.029
Si	25.648	-1.262	4.005	-0.01	0.007	0.012
Si	28.4	1.351	3.924	-0.017	-0.017	0.024
Si	31.184	4.107	3.821	0.035	0.022	0.013
Si	28.358	6.861	3.957	0	0.006	0.046
Si	31.184	-6.678	3.862	0.017	0.003	0.029
Si	28.334	-4.101	3.995	0.026	0.014	0.019
Si	31.152	-1.332	3.882	0.013	-0.038	0.015
Si	34.021	1.475	3.679	0.069	-0.021	-0.019
Si	36.73	4.305	3.755	0.006	-0.024	-0.027
Si	33.875	6.813	3.728	0.012	-0.039	-0.04
Si	36.703	-6.718	3.972	0.035	0.007	-0.001
Si	33.958	-3.886	3.666	-0.009	0.01	0.002
Si	36.856	-1.24	3.664	0.051	0.056	0.022
Si	39.75	1.51	3.866	-0.017	-0.007	-0.06
Si	-22.884	4.346	3.832	-0.026	-0.011	-0.054
Si	-25.801	7.006	3.712	0.017	-0.017	0.013
Si	-23.042	-6.741	3.721	0.058	0.006	-0.014
Si	-25.688	-3.997	3.813	-0.019	-0.033	0.045
Si	-22.897	-1.27	3.919	-0.059	-0.046	-0.092
Si	-20.201	1.521	3.827	-0.069	0.021	-0.03
Si	-17.409	4.209	3.867	-0.019	-0.038	-0.036
Si	-20.354	6.867	3.896	-0.029	-0.019	-0.005
Si	-17.413	-6.639	3.931	-0.017	-0.023	-0.065
Si	-19.978	-3.916	3.993	-0.037	-0.043	-0.005
Si	-17.439	-1.367	3.951	-0.043	-0.033	-0.023
Si	-14.628	1.562	3.975	-0.045	-0.02	-0.039
Si	-12.046	3.954	4.236	0.032	0.012	0.046
Si	-14.76	6.863	4.101	0.009	0.021	-0.009
Si	-12.087	-6.87	4.092	0.004	0.009	0.059
Si	-14.786	-4.102	4.021	-0.035	0.008	0.023
Si	-12	-1.352	4.134	0.015	0.004	-0.034
Si	-9.28	1.331	4.206	0.012	0.034	0.055
Si	-6.477	4.014	4.226	0.015	-0.031	0.007
Si	-9.388	6.777	4.376	0.028	-0.013	0.046
Si	-6.58	-6.769	4.338	-0.017	-0.091	-0.036
Si	-9.303	-4.204	4.112	0.01	-0.041	0.004
Si	-6.631	-1.494	4.276	0.036	-0.024	-0.013
Si	-3.923	1.31	4.536	-0.009	0.011	0.008
Si	-1.216	4.196	4.481	-0.058	0.006	-0.056
Si	-3.817	6.996	4.576	-0.032	-0.017	0.013
Si	-1.255	-6.863	4.681	-0.041	-0.049	0.048
Si	-4.026	-4.118	4.478	0.021	-0.017	-0.001
Si	-1.172	-1.609	4.401	0.011	-0.04	0.01
Si	-0.015	-0.133	5.858	0.016	0.014	-0.026
Si	2.657	2.762	6.032	-0.005	-0.021	-0.039
Si	0.106	5.415	5.962	-0.004	0.01	-0.037
Si	2.768	8.104	5.836	-0.038	-0.009	-0.016
Si	0.144	-5.405	5.792	-0.025	0.043	0.006
Si	2.718	-2.86	5.78	0.004	-0.016	0.02
Si	5.364	-0.042	6.007	-0.012	0	-0.022
Si	7.961	2.643	5.699	-0.03	0.028	0.028
Si	5.397	5.328	5.724	-0.016	-0.01	-0.016
Si	8.048	-8.17	5.668	-0.003	0.01	0.014
Si	5.375	-5.502	5.698	-0.012	0.023	-0.013
Si	8.142	-2.855	5.839	-0.033	0.022	-0.012
Si	10.715	-0.023	5.708	0.013	0.011	-0.008
Si	13.334	2.76	5.608	0	0.009	-0.027
Si	10.726	5.486	5.649	0.023	0.011	-0.013
Si	13.498	-8.093	5.51	0.041	0.027	-0.017
Si	10.787	-5.416	5.524	0.018	0.029	-0.019
Si	13.397	-2.715	5.535	-0.013	-0.008	0.022
Si	16.132	-0.012	5.602	0.02	0.01	0.006
Si	18.768	2.541	5.283	-0.044	0.001	-0.014
Si	16.074	5.35	5.36	-0.003	0.011	0.029
Si	18.834	-8.159	5.217	0.013	-0.002	-0.031
Si	16.152	-5.479	5.27	-0.013	0.013	0.034
Si	18.856	-2.841	5.385	-0.033	0.006	0.006
Si	21.464	-0.076	5.251	0.009	-0.009	0.017
Si	24.214	2.709	5.218	0.012	-0.003	-0.015
Si	21.503	5.414	5.089	0.011	-0.027	-0.02
Si	24.274	8.142	5.168	0.014	-0.041	0
Si	21.559	10.791	5.307	0.006	-0.014	-0.009
Si	24.355	-2.697	5.366	0.017	-0.01	0.016
Si	27.046	0.05	5.318	-0.007	0.009	0.017
Si	29.824	2.739	5.181	-0.005	0.016	0.009
Si	27.023	5.484	5.304	-0.011	0.008	0.009
Si	29.824	-8.09	5.204	-0.028	-0.004	-0.005
Si	26.977	-5.497	5.253	-0.013	-0.005	0.007
Si	29.795	-2.711	5.234	-0.004	0.021	-0.018
Si	32.643	0.08	5.077	0.01	0.007	-0.026
Si	35.365	2.869	5.079	-0.012	-0.038	-0.006
Si	32.569	5.475	5.152	-0.042	0.022	0.024
Si	35.284	-8.149	5.148	0.015	-0.033	-0.019
Si	32.614	-5.283	5.104	-0.014	0.004	-0.012
Si	35.387	-2.553	5.023	0.013	-0.01	0
Si	38.278	0.069	5.085	-0.044	-0.007	-0.006
Si	-24.254	2.93	5.185	-0.001	0.023	0.006
Si	-27.123	5.605	5.098	0.056	-0.028	0.018
Si	-24.448	-7.989	5.161	0.025	0.007	0.012
Si	-27.118	-5.316	5.182	0.007	0.022	0.012
Si	-24.302	-2.667	5.186	-0.001	0.016	0.018
Si	-21.626	0.221	5.249	0.049	-0.029	-0.021
Si	-18.76	2.771	5.234	0.013	0.034	-0.036
Si	-21.623	5.584	5.363	0.035	0.006	0.036
Si	-18.927	-8.025	5.165	0.013	0.009	0.005
Si	-21.568	-5.359	5.069	-0.005	-0.003	-0.026
Si	-18.761	-2.604	5.471	0.018	0.025	-0.016
Si	-16.092	0.108	5.226	-0.019	0.053	0.031
Si	-13.421	2.711	5.604	-0.014	0.003	0.061
Si	-16.222	5.562	5.389	0.034	-0.033	0.013
Si	-13.427	-8.153	5.508	-0.034	-0.01	0.022
Si	-16.105	-5.411	5.45	-0.019	0.023	-0.017
Si	-13.446	-2.704	5.403	-0.017	-0.019	0.009
Si	-10.687	-0.001	5.553	-0.015	-0.023	-0.016
Si	-7.945	2.707	5.587	0.015	0.021	0.01
Si	-10.742	5.366	5.619	-0.046	-0.024	0.022
Si	-7.984	-8.157	5.648	0.008	0.02	-0.002
Si	-10.732	-5.49	5.473	-0.008	0.022	0.012
Si	-8.053	-2.805	5.6	-0.029	0.006	-0.041
Si	-5.347	-0.097	5.733	0.007	-0.018	-0.007
Si	-2.601	2.769	5.802	0.009	0.016	-0.013
Si	-5.248	5.456	5.664	-0.01	-0.023	-0.017
Si	-2.602	8.211	6.109	0.001	0.005	-0.026
Si	-5.399	-5.409	5.842	-0.009	-0.028	0.019
Si	-2.61	-2.804	5.8	0.02	-0.005	0.008
Si	1.399	-1.421	18.056	-0.016	0.02	-0.007
Si	4.133	1.314	18.072	-0.035	0.012	0.009
Si	1.34	3.993	17.99	-0.008	-0.037	0.015
Si	4.184	6.826	18.015	0.02	0.007	0.002
Si	1.383	-6.827	18.057	0.014	0.006	0.01
Si	4.153	-4.112	18.117	0.013	0.013	-0.005
Si	6.876	-1.485	18.099	-0.025	0.02	0.012
Si	9.592	1.208	17.937	-0.006	-0.003	-0.016
Si	6.895	4.041	17.971	-0.006	-0.016	-0.02
Si	9.59	-9.552	17.99	0.033	0.008	0.01
Si	6.91	-6.846	18.127	-0.006	-0.001	0.017
Si	9.638	-4.17	18.048	0.011	-0.013	0.017
Si	12.329	-1.489	17.861	0.012	-0.043	-0.002
Si	15.12	1.323	17.756	-0.007	0.02	0.014
Si	12.343	3.966	17.756	-0.048	-0.035	-0.031
Si	15.108	-9.58	17.793	0.002	0.013	0.02
Si	12.34	-6.882	17.929	-0.006	-0.018	0.005
Si	15.063	-4.213	17.746	-0.04	0.005	-0.011
Si	17.806	-1.457	17.579	-0.025	-0.01	-0.007
Si	20.517	1.306	17.573	0.015	-0.012	-0.007
Si	17.795	4.013	17.713	-0.011	-0.006	-0.013
Si	20.503	-9.588	17.676	-0.014	0.013	0.027
Si	17.826	-6.852	17.623	-0.04	0.041	-0.027
Si	20.563	-4.148	17.629	-0.009	0.015	0.002
Si	23.219	-1.425	17.549	-0.021	0.007	0.001
Si	25.856	1.316	17.375	-0.003	-0.023	-0.015
Si	23.196	4.058	17.479	0.01	-0.019	0.001
Si	25.984	6.782	17.433	0.024	-0.017	-0.017
Si	23.232	9.483	17.569	-0.005	-0.002	0.01
Si	25.889	-4.145	17.46	0.003	-0.004	0.001
Si	28.557	-1.413	17.269	0	0	-0.011
Si	31.268	1.357	17.181	-0.011	-0.039	0
Si	28.647	4.103	17.354	-0.009	-0.004	0.007
Si	31.287	-9.534	17.265	0.004	-0.043	0.002
Si	28.582	-6.826	17.379	0.015	-0.008	0.024
Si	31.243	-4.112	17.219	-0.063	0.007	0.03
Si	34.039	-1.278	17.28	-0.004	0.011	-0.023
Si	36.601	1.486	17.092	0	0.018	0.011
Si	33.924	4.129	17.15	-0.017	0.006	-0.007
Si	36.729	-9.351	17.217	0.014	0.016	0.017
Si	34.051	-6.744	17.257	0.007	0.042	0.036
Si	36.705	-3.869	17.399	0.007	0.002	0.023
Si	39.354	-1.278	17.294	-0.01	0.047	0.007
Si	-23.218	1.505	17.421	0.016	-0.009	-0.022
Si	-25.896	4.224	17.309	0.001	0.041	-0.021
Si	-23.268	-9.353	17.53	0.011	-0.007	0.008
Si	-25.926	-6.611	17.407	0.03	0.025	0.009
Si	-23.28	-3.95	17.534	-0.017	0.015	0.03
Si	-20.524	-1.258	17.571	-0.017	-0.001	-0.013
Si	-17.81	1.45	17.604	0.004	0.022	-0.005
Si	-20.595	4.204	17.486	0.009	0.004	-0.011
Si	-17.813	-9.364	17.662	0.025	0.011	0.009
Si	-20.527	-6.68	17.626	0.017	-0.021	0.007
Si	-17.789	-3.963	17.753	-0.007	0.024	0.005
Si	-15.087	-1.297	17.698	-0.016	-0.019	-0.009
Si	-12.353	1.439	17.775	0.013	0.006	-0.012
Si	-15.074	4.186	17.724	0.003	0.039	0.002
Si	-12.397	-9.391	17.796	0.007	-0.015	0.002
Si	-15.07	-6.669	17.788	0.008	-0.019	0.02
Si	-12.354	-3.981	17.822	0.01	0.001	0.002
Si	-9.616	-1.288	17.891	0.008	0.001	-0.013
Si	-6.901	1.345	17.869	0.004	-0.01	-0.009
Si	-9.677	4.165	17.827	-0.01	-0.035	0.011
Si	-6.876	6.868	17.845	0.02	0.031	0.001
Si	-9.612	-6.723	17.779	-0.007	0.001	-0.021
Si	-6.85	-4.043	17.941	0.011	0.036	-0.008
Si	-4.132	-1.385	17.955	-0.018	-0.006	-0.01
Si	-1.356	1.349	17.964	0.006	0.021	-0.005
Si	-4.1	4.083	17.879	0.018	0.002	-0.01
Si	-1.431	6.779	17.977	-0.009	-0.024	0.008
Si	-4.133	9.538	17.977	0.007	-0.007	-0.002
Si	-1.373	-4.124	18.049	-0.014	-0.002	0.001
Si	2.716	-0.024	19.426	0.024	0.017	-0.013
Si	5.581	2.686	19.355	0.015	0.016	0
Si	2.767	5.4	19.188	0.001	-0.003	-0.046
Si	5.525	8.132	19.517	-0.004	-0.035	-0.006
Si	2.797	-5.51	19.442	0.013	-0.01	-0.028
Si	5.49	-2.773	19.553	-0.015	-0.036	0.038
Si	8.319	-0.17	19.418	0.035	-0.016	0.028
Si	11.019	2.599	19.143	0.058	0.016	0
Si	8.199	5.428	19.352	-0.014	0.016	0.031
Si	11.005	-8.238	19.35	-0.016	0.046	0.008
Si	8.329	-5.518	19.504	0.024	0.004	0.03
Si	11.045	-2.816	19.381	-0.02	0.03	-0.013
Si	13.797	-0.117	19.044	0	0.032	-0.021
Si	16.503	2.668	19.162	0.007	-0.006	0.013
Si	13.742	5.282	19.061	0.035	0.047	0.005
Si	16.497	-8.116	19.062	0.001	-0.005	0.033
Si	13.729	-5.5	19.235	0.039	-0.014	-0.012
Si	16.535	-2.873	18.953	0	0.014	-0.011
Si	19.165	-0.095	18.894	0.019	0.003	-0.024
Si	21.889	2.705	18.892	-0.034	-0.027	-0.021
Si	19.148	5.363	19.081	-0.02	-0.051	0.03
Si	21.917	-8.201	18.975	0.003	0.007	0.026
Si	19.248	-5.566	18.975	0.034	-0.031	-0.004
Si	21.964	-2.815	18.997	0.045	-0.019	0.014
Si	24.607	-0.045	18.859	0	-0.02	-0.029
Si	27.242	2.713	18.613	-0.012	0.023	-0.007
Si	24.622	5.423	18.752	-0.002	0.023	0.003
Si	27.406	8.056	18.843	0.037	0.025	0.009
Si	24.661	10.785	18.934	0.009	0.029	0.013
Si	27.243	-2.716	18.728	-0.014	0.021	-0.004
Si	29.982	-0.079	18.52	0.042	0.052	0.033
Si	32.554	2.768	18.51	0.011	0.026	0.012
Si	30.037	5.441	18.759	-0.036	-0.04	0.042
Si	32.718	-8.201	18.525	0.032	0.039	0.032
Si	29.917	-5.415	18.686	0.027	0.007	0.032
Si	32.61	-2.72	18.467	0.056	0.011	-0.037
Si	35.36	0.206	18.593	0.058	-0.073	0.024
Si	37.944	2.797	18.445	-0.008	-0.018	-0.063
Si	35.31	5.552	18.372	-0.01	-0.017	-0.027
Si	38.012	-8.011	18.702	-0.012	-0.065	-0.014
Si	35.372	-5.346	18.65	0.008	0.027	0.001
Si	37.966	-2.39	18.835	-0.066	0.012	0.058
Si	40.637	0.113	18.636	0.006	0.006	-0.027
Si	-21.959	2.87	18.866	-0.011	0.007	0.021
Si	-24.679	5.57	18.817	0.008	-0.031	-0.015
Si	-21.973	-7.974	18.973	-0.019	0.008	0.014
Si	-24.776	-5.19	18.913	-0.1	0.004	0.032
Si	-21.926	-2.601	18.917	0.011	0.005	0.036
Si	-19.194	0.108	18.951	0.005	-0.02	0.024
Si	-16.467	2.788	19.002	-0.011	0.027	0.01
Si	-19.299	5.578	18.85	-0.036	0.015	-0.029
Si	-16.478	-8.016	19.113	-0.008	-0.019	-0.014
Si	-19.218	-5.33	19.066	0.032	-0.01	0.01
Si	-16.404	-2.6	19.149	0.018	-0.025	0.022
Si	-13.749	0.052	19.059	0.024	0.009	-0.029
Si	-11.051	2.806	19.182	0.008	0.053	0.017
Si	-13.777	5.579	19.148	0.01	-0.005	0.001
Si	-11.064	-7.959	19.126	-0.045	0.015	-0.025
Si	-13.722	-5.305	19.211	-0.018	0.005	0.017
Si	-11.026	-2.619	19.227	0.007	0.027	-0.007
Si	-8.232	0.021	19.296	-0.013	-0.005	0.022
Si	-5.528	2.742	19.136	0.035	-0.039	-0.047
Si	-8.345	5.597	19.135	0.011	-0.006	0.024
Si	-5.492	8.136	19.283	-0.007	-0.011	-0.004
Si	-8.247	-5.451	19.196	0.007	-0.001	0.021
Si	-5.48	-2.715	19.361	0.004	-0.035	-0.017
Si	-2.749	-0.009	19.255	-0.011	0.009	-0.027
Si	-0.041	2.664	19.413	-0.015	0.023	-0.005
Si	-2.762	5.365	19.329	0.013	0.016	-0.013
Si	-0.094	-8.16	19.322	-0.032	-0.016	0.008
Si	-2.818	-5.427	19.402	-0.024	0.008	-0.01
Si	0.07	-2.834	19.404	0.001	0.002	0.018
Si	1.34	1.327	20.799	0.013	-0.049	0.007
Si	4.181	4.161	20.563	0.054	0.033	0.027
Si	1.304	6.674	20.463	-0.005	-0.054	0.016
Si	4.116	-6.833	20.9	0.01	0.038	-0.019
Si	1.433	-4.227	20.842	-0.037	0.022	0.023
Si	4.035	-1.339	20.86	0.037	-0.07	0.02
Si	6.922	1.235	20.693	-0.033	0.101	0.008
Si	9.661	3.986	20.468	-0.019	-0.042	-0.015
Si	6.897	6.755	20.892	0.018	-0.046	-0.013
Si	9.762	-6.883	20.882	0.05	-0.002	0.072
Si	6.906	-4.193	20.886	-0.024	-0.045	0.001
Si	9.723	-1.518	20.864	-0.009	0.013	-0.014
Si	12.439	1.201	20.402	-0.004	-0.034	0.028
Si	15.073	4.001	20.525	0.01	0.016	0.054
Si	12.445	-9.726	20.478	-0.045	-0.019	-0.016
Si	15.123	-6.855	20.544	0.017	-0.003	-0.038
Si	12.492	-4.128	20.719	0.007	-0.028	0.059
Si	15.232	-1.5	20.274	-0.03	-0.064	0.022
Si	17.919	1.21	20.391	-0.006	0.044	-0.012
Si	20.564	3.972	20.386	-0.048	0.004	0.004
Si	17.815	-9.51	20.404	-0.01	0.048	-0.044
Si	20.586	-6.88	20.415	-0.031	0.054	0.012
Si	17.892	-4.236	20.311	-0.006	0.015	0.018
Si	20.514	-1.431	20.253	0.011	-0.007	-0.009
Si	23.273	1.339	20.205	-0.007	0.026	-0.006
Si	25.981	4.058	20.054	-0.016	-0.03	-0.005
Si	23.39	-9.557	20.211	0.045	-0.01	-0.021
Si	26.086	9.373	20.237	-0.044	0.008	0.022
Si	23.392	-4.168	20.381	-0.023	0.035	-0.027
Si	25.992	-1.393	20.221	-0.019	-0.008	-0.001
Si	28.618	1.278	19.783	-0.025	-0.058	0.062
Si	31.367	4.028	20.09	0.075	0.015	0.044
Si	28.817	6.743	20.283	-0.012	0.033	-0.004
Si	31.399	-6.833	19.824	0.008	0.024	-0.032
Si	28.588	-4.014	20.108	0.004	-0.03	-0.003
Si	31.314	-1.444	19.894	-0.07	-0.1	-0.047
Si	33.857	1.428	19.863	0.001	0.014	-0.08
Si	36.544	4.145	19.7	0.046	-0.035	-0.004
Si	34.035	-9.586	19.895	-0.007	-0.087	0.095
Si	36.682	-6.675	20.084	0.052	0.096	-0.011
Si	33.95	-3.97	19.875	-0.287	-0.383	-0.362
Si	37.109	-0.461	20.041	0.104	0.008	-0.05
Si	38.939	1.207	19.796	-0.088	-0.067	0.05
Si	-23.48	4.109	20.206	-0.047	-0.014	-0.028
Si	39.188	-9.409	20.17	-0.043	0.017	0.037
Si	-23.416	-6.528	20.269	0.038	0.002	-0.02
Si	39.104	-3.765	20.35	0.034	-0.029	0.03
Si	41.902	-1.179	20.121	0.052	0.02	0.018
Si	-20.597	1.51	20.225	-0.009	0.008	-0.03
Si	-17.955	4.201	20.151	0.006	0.019	-0.011
Si	-20.683	-9.482	20.29	0.012	-0.006	-0.022
Si	-17.85	-6.659	20.489	-0.015	-0.002	-0.001
Si	-20.633	-3.959	20.384	-0.019	-0.013	-0.033
Si	-17.829	-1.187	20.393	0.008	0.028	-0.039
Si	-15.099	1.406	20.39	0.043	0.019	0.079
Si	-12.434	4.206	20.522	-0.03	-0.047	-0.035
Si	-15.154	-9.369	20.526	0.022	0.021	-0.016
Si	-12.323	-6.59	20.616	0.038	-0.018	0.018
Si	-15.028	-3.923	20.623	-0.021	0.028	-0.013
Si	-12.461	-1.228	20.553	-0.007	-0.016	0.043
Si	-9.646	1.467	20.527	0.002	0.02	-0.053
Si	-6.947	4.164	20.333	0.043	-0.015	0.011
Si	-9.736	7.024	20.453	0.004	0.024	-0.018
Si	-6.872	9.52	20.588	-0.021	0	-0.004
Si	-9.618	-4.046	20.481	-0.021	0.017	0.012
Si	-6.854	-1.361	20.704	0.011	0.021	0.001
Si	-4.171	1.396	20.505	-0.008	0.01	0.006
Si	-1.431	4.022	20.775	-0.017	-0.003	-0.02
Si	-4.175	6.693	20.647	-0.055	0.023	-0.014
Si	-1.485	-6.824	20.739	0.04	-0.037	0.023
Si	-4.167	-4.061	20.829	0.022	-0.009	-0.006
Si	-1.363	-1.399	20.57	-0.022	0.031	0.015
Si	-0.088	-0.119	22.069	-0.012	0.019	0.076
Si	2.814	2.841	21.873	-0.096	-0.016	0.034
Si	0.072	5.381	21.991	0.053	-0.083	0.071
Si	2.503	8.038	21.88	-0.003	0.015	0.036
Si	-0.069	-5.534	22.176	0.038	0.014	-0.013
Si	2.718	-2.782	22.265	-0.012	-0.022	-0.006
Si	5.415	0.111	22.156	-0.035	0.025	0.006
Si	8.487	2.54	21.867	0.306	-0.337	-0.321
Si	5.287	5.531	22.186	-0.065	0.055	0.078
Si	8.398	8.013	22.254	0.001	0.012	0.032
Si	5.54	-5.53	22.362	-0.02	0.036	0.023
Si	8.24	-2.791	22.281	0.024	-0.029	0.136
Si	11.286	-0.114	21.992	-0.034	0.004	0.007
Si	13.813	2.469	21.8	-0.022	-0.027	0.097
Si	11.159	5.138	21.82	0.02	0.019	0.062
Si	14.106	-8.653	21.728	0.054	0.019	-0.02
Si	11.324	-5.55	22.224	-0.121	-0.06	-0.801
Si	14.027	-2.718	21.852	-0.008	0.01	-0.039
Si	16.628	-0.266	21.666	-0.004	-0.044	0.1
Si	19.514	2.296	21.735	-0.095	0.159	-0.643
Si	15.898	5.975	21.527	0.051	-0.038	-0.044
Si	19.255	-8.271	21.835	0.054	-0.047	0.03
Si	16.548	-5.434	21.826	-0.012	-0.02	0.014
Si	19.243	-2.877	21.64	0.057	-0.029	0.024
Si	21.742	0.128	21.504	0.361	-0.329	-0.151
Si	24.692	2.71	21.493	-0.023	-0.018	0.069
Si	22.065	5.359	21.527	0.025	-0.017	0.054
Si	24.827	-8.344	21.686	0.007	-0.057	0.049
Si	22.049	-5.56	21.76	-0.017	-0.012	0.024
Si	24.689	-2.664	21.726	0.015	-0.015	0.084
Si	27.483	-0.002	21.367	0.05	0.012	-0.006
Si	29.961	2.5	21.194	0.003	0.044	-0.043
Si	27.422	5.229	21.51	0.045	-0.033	0.071
Si	30.456	8.112	21.453	0.117	-0.005	0.009
Si	27.496	10.751	21.509	0.325	-0.138	-0.463
Si	30.038	-2.715	21.438	0.005	0.028	0.001
Si	32.737	-0.138	21.18	0.011	0.112	0.135
Si	34.904	3.154	20.998	-0.252	0.182	-0.448
Si	33.279	4.892	21.237	-0.072	-0.035	0.034
Si	35.307	-8.135	21.242	0.044	-0.029	0.051
Si	32.675	-5.421	21.141	-0.025	0.013	-0.023
Si	34.322	-1.765	21.948	0.198	0.566	0.022
Si	-28.909	-0.635	22.309	-0.345	0.16	-0.141
Si	40.11	2.685	21.21	0.027	-0.042	0.009
Si	37.559	5.524	21.249	-0.077	0.076	-0.038
Si	40.593	-8.05	21.535	-0.037	-0.005	0.128
Si	37.581	-5.14	21.677	0.031	0.035	-0.733
Si	40.536	-2.345	21.648	-0.082	-0.019	0.11
Si	44.603	-1.267	22.806	0.107	0.102	-0.669
Si	-19.219	2.838	21.577	0.038	-0.033	0.082
Si	-22.117	5.433	21.658	-0.054	-0.051	0.016
Si	-19.309	-8.094	21.67	0.02	-0.034	0.009
Si	-22.176	-5.142	21.778	-0.022	0.009	-0.017
Si	-19.191	-2.593	21.677	0.029	0.044	0.051
Si	-16.474	0.134	21.832	-0.009	-0.002	0.006
Si	-13.951	2.905	21.802	-0.318	0.236	-0.477
Si	-16.725	5.531	21.6	0.025	0.084	-0.028
Si	-13.65	-8.059	21.884	0.137	-0.257	-0.443
Si	-16.547	-5.205	21.907	-0.014	-0.014	0.114
Si	-13.68	-2.562	22.121	0.018	-0.024	0.012
Si	-10.988	0.088	21.833	-0.017	0.019	0.057
Si	-8.277	2.914	21.749	0.06	-0.011	0.06
Si	-11.009	5.605	21.792	-0.072	0.013	0.041
Si	-8.366	8.277	21.906	0.001	0.022	0.011
Si	-10.943	-5.179	22.059	-0.079	0.049	0.04
Si	-8.198	-2.878	21.925	0.094	-0.029	0.003
Si	-5.464	0.089	21.957	-0.029	-0.02	0.097
Si	-2.94	2.692	22.038	0.022	0.043	0.075
Si	-5.705	5.383	21.878	0.043	-0.028	0.054
Si	-2.784	-8.359	22.026	0.029	0.008	0.01
Si	-5.599	-5.508	22.102	0.026	0.023	0.065
Si	-2.66	-2.652	22.057	-0.03	0.011	0.108
Si	0.859	-1.837	23.484	-0.237	-0.259	-0.478
Si	4.427	1.982	23.309	0.268	0.04	-0.493
Si	1.885	4.487	23.265	0.08	0.317	-0.516
Si	3.401	6.496	23.37	-0.016	-0.291	-0.459
Si	0.706	8.77	23.238	-0.209	0.048	-0.526
Si	4.528	-3.685	23.594	-0.339	-0.409	-0.198
Si	6.694	-1.398	23.384	0.078	0.03	-0.691
Si	10.255	1.623	23.146	0.245	0.249	-0.56
Si	6.079	3.725	23.432	-0.632	-0.014	-0.474
Si	10.144	6.673	23.23	-0.281	-0.043	-0.716
Si	7.141	-6.833	23.678	-0.2	-0.157	-0.673
Si	9.071	-4.288	23.986	-0.231	0.42	-0.514
Si	13.194	-0.957	23.143	-0.001	-0.011	0.034
Si	14.942	0.713	22.909	-0.284	-0.159	-0.514
Si	12.07	3.329	23.097	-0.3	-0.196	-0.583
Si	16.303	6.684	23.621	-0.198	-0.138	-0.497
Si	12.792	-7.853	23.652	0.68	-0.274	0.267
Si	15.77	-3.618	23.151	-0.031	-0.022	0.04
Si	17.581	-1.997	23.012	-0.309	-0.073	-0.395
Si	18.759	2.8	24.697	0.054	-0.016	-0.13
Si	17.706	5.432	25.782	0.009	0.034	-0.009
Si	21.01	-9.474	22.947	-0.362	-0.04	-0.64
Si	17.688	-7.012	23.096	0.221	0.086	-0.672
Si	20.907	-3.879	22.964	-0.255	-0.365	-0.657
Si	22.955	-1.45	22.776	0.075	0.297	-0.715
Si	26.505	1.738	22.579	0.042	-0.019	0.066
Si	23.565	4.215	22.906	-0.057	-0.119	-0.676
Si	25.933	-10.056	22.987	0.054	0.194	-0.666
Si	23.245	-7.22	22.99	0.104	0.275	-0.685
Si	25.886	-3.799	23.512	-0.301	0.502	-0.382
Si	29.17	-0.939	22.758	-0.052	-0.016	0.08
Si	30.918	0.775	22.426	-0.161	-0.354	-0.511
Si	28.295	3.319	22.61	-0.199	-0.055	-0.58
Si	32.237	-8.499	23.177	0.26	-0.107	-0.421
Si	29.47	9.959	22.536	0.193	0.243	-0.547
Si	31.071	-4.523	22.564	-0.011	0.016	0.088
Si	32.745	-3.682	23.989	-0.541	-0.466	-0.418
Si	-29.714	1.337	23.365	0.008	-0.554	-0.41
Si	-31.521	5.916	23.302	-0.105	-0.081	-0.082
Si	36.035	-9.768	22.739	-0.141	0.013	-0.488
Si	33.855	-6.895	22.493	-0.097	-0.025	0.024
Si	35.249	-5.477	23.712	-0.236	-0.36	-0.401
Si	39.333	-1.069	23.286	0.322	-0.328	-0.698
Si	41.003	1.542	22.959	-0.184	0.107	-0.513
Si	38.862	4.157	22.527	-0.17	-0.173	-0.705
Si	42.162	-9.143	22.902	-0.213	-0.294	-0.705
Si	39.579	-6.888	23.285	0.249	-0.365	-0.622
Si	42.186	-3.258	23.16	-0.445	-0.291	-0.073
Si	43.31	0.108	21.478	0.267	-0.203	-0.368
Si	-17.531	1.924	22.961	0.277	0.241	-0.53
Si	-20.499	4.272	22.898	-0.182	-0.184	-0.644
Si	-18.304	-9.773	23.036	0.504	0.285	0.043
Si	-20.975	-6.884	22.779	0.09	0.106	-0.802
Si	-17.75	-3.642	23.193	-0.139	-0.223	-0.654
Si	-15.444	-1.45	23.299	0.211	0.092	-0.694
Si	-11.889	1.33	23.616	0.257	-0.3	-0.518
Si	-15.877	3.761	22.846	-0.033	-0.152	0.017
Si	-12.451	6.798	23.214	0.233	0.002	-0.559
Si	-15.516	-6.305	23.689	-0.184	0.395	-0.444
Si	-11.677	-3.246	23.39	-0.008	0.05	-0.635
Si	-9.896	-1.657	22.905	-0.278	-0.297	-0.425
Si	-6.594	1.887	23.003	0.371	0.154	-0.538
Si	-9.242	4.689	22.986	0.047	0.038	0.074
Si	-7.491	6.418	23.06	-0.014	0.004	0.038
Si	-9.217	10.076	23.267	0.304	0.149	-0.488
Si	-7.327	-4.547	23.466	-0.061	-0.029	-0.015
Si	-3.627	-0.785	23.215	0.272	0.203	-0.62
Si	-1.855	0.949	23.212	-0.311	-0.257	-0.48
Si	-4.866	3.582	23.186	-0.101	-0.155	-0.565
Si	-0.983	7.004	23.277	-0.061	-0.056	0.086
Si	-4.253	-7.061	23.3	-0.173	-0.051	-0.627
Si	-0.98	-3.717	23.42	-0.04	-0.003	-0.03
Si	1.084	-0.265	26.228	-0.032	-0.02	0.054
Si	6.626	8.076	26.543	0.046	0.054	-0.077
Si	-1.684	5.682	25.181	0.363	0.325	-0.449
Si	4.119	6.651	-4.602	-0.116	0.023	0.031
Si	-1.029	-6.243	26.904	-0.082	-0.075	0.135
Si	-4.851	-5.403	-0.17	-0.579	0.05	0.425
Si	8.312	0.534	25.372	0.09	0.083	-0.168
Si	9.884	5.094	26.002	0.075	0.063	0.019
Si	6.234	5.373	27.694	-0.023	0.013	-0.019
Si	11.024	-6.899	-5.379	-0.032	0.003	0.013
Si	14.916	6.132	26.161	-0.064	0.026	-0.016
Si	13.724	-5.201	27.427	-0.017	-0.011	-0.041
Si	11.351	0.171	-5.543	-0.02	0.067	0.024
Si	13.567	-1.481	25.415	0.342	-0.237	-0.662
Si	12.776	3.884	26.098	0.062	-0.095	-0.094
Si	15.264	-0.266	-4.232	-0.1	-0.039	-0.166
Si	15.25	-3.314	25.464	-0.224	0.387	-0.662
Si	12.829	-7.349	-0.33	-0.308	0.368	0.429
Si	17.712	-1.787	26.082	0.134	-0.109	-0.117
Si	21.858	2.776	25.252	0.068	-0.058	-0.065
Si	23.912	4.543	-3.447	-0.009	0.06	0.04
Si	23.272	6.822	-5.307	-0.119	-0.012	0.012
Si	20.338	6.62	25.745	-0.025	-0.099	-0.102
Si	21.049	-4.625	25.943	-0.047	0.001	-0.122
Si	27.799	-1.607	24.649	0.545	0.278	-0.443
Si	-30.83	4.998	25.349	-0.185	0.147	-0.53
Si	29.941	-7.635	25.118	0.076	-0.118	-0.048
Si	27.924	2.426	-4.795	0.051	0.01	-0.069
Si	24.086	-5.519	25.44	0.007	0.054	-0.044
Si	29.482	-2.242	-3.523	0.131	-0.48	-0.033
Si	26.999	-5.236	-0.929	0.007	0.053	0.113
Si	-29.087	-0.526	-2.464	-0.045	-0.101	0.094
Si	-32.297	-1.595	25.764	-0.044	-0.033	0.082
Si	30.901	-6.747	27.739	0.045	0.002	0.014
Si	27.729	6.533	25.647	-0.016	-0.078	-0.204
Si	29.112	3.717	25.707	-0.257	-0.46	0.377
Si	-28.238	3.117	24.98	0.036	-0.008	-0.171
Si	-31.958	4.109	-4.375	-0.013	0.087	0.047
Si	-30.466	6.784	27.801	0.019	-0.065	-0.009
Si	-25.052	5.791	24.592	-0.697	0.4	0.331
Si	-32.29	-2.442	-4.374	0.009	-0.001	0.023
Si	-29.03	-5.291	26.498	0.02	-0.004	-0.074
Si	-20.969	2.996	25.805	0.103	-0.005	-0.236
Si	-21.159	5.807	-4.004	-0.068	0.084	0.024
Si	-27.022	7.123	24.907	0.555	-0.647	-0.096
Si	-27.485	7.013	27.982	0.021	-0.004	-0.08
Si	-17.067	-7.432	-3.422	-0.031	0.138	0.06
Si	-24.353	-5.599	25.738	-0.071	-0.077	0.065
Si	-19.273	0.527	25.109	0.019	0.03	-0.109
Si	-12.947	4.201	26.467	0.094	-0.037	0.047
Si	-17.438	6.374	25.225	-0.206	0.096	-0.613
Si	-16.303	-3.311	28.12	-0.067	-0.067	-0.025
Si	-17.58	-7.136	25.639	-0.561	0.382	-0.139
Si	-18.524	-1.71	27.21	-0.057	0.129	-0.085
Si	-14.043	1.901	27.858	0.027	-0.008	-0.063
Si	-10.328	3.77	24.82	0.129	0.196	-0.516
Si	-14.86	5.013	24.478	-0.45	-0.199	-0.337
Si	-10.839	-7.818	25.458	-0.043	-0.008	-0.145
Si	-13.719	-0.249	25.647	0.013	0.039	-0.146
Si	-11.651	-2.296	26.409	0.064	-0.08	-0.236
Si	-3.08	5.705	-3.34	0.029	0.191	-0.021
Si	-5.371	0.568	-3.2	0.147	-0.095	-0.014
Si	-10.761	6.076	-5.02	0.01	0.074	0.009
Si	-2.053	-7.91	-3.166	0.011	-0.04	-0.066
Si	-8.203	-3.567	-4.812	0.01	0.062	0.016
Si	2.394	2.541	25.569	0.118	-0.009	-0.232
Si	-4.339	1.343	27.054	0.07	0.102	0.066
Si	2.827	-7.538	25.324	0.077	-0.328	-0.079
Si	-1.812	3.724	-5.233	-0.022	-0.053	-0.07
Si	-1.636	2.563	25.764	0.002	0.049	-0.022
Si	-2.551	-4.877	24.819	0.597	0.33	-0.222
Si	-6.91	-3.688	25.751	0.13	-0.164	-0.562
Si	1.287	5.444	-0.769	0.254	0.541	0.263
Si	-0.63	7.272	27.488	-0.038	-0.009	0.015
Si	3.648	-4.61	25.523	0.197	0.298	-0.294
Si	-1.392	6.518	-1.187	-0.074	-0.075	-0.018
Si	-1.29	-1.79	27.211	-0.021	-0.03	-0.056
Si	3.896	-7.576	28.069	-0.006	-0.003	-0.045
Si	3.412	4.261	28.083	0	0.064	-0.08
Si	5.911	3.342	-2.953	0.098	-0.013	0.013
Si	7.333	3.356	26.044	-0.096	-0.005	-0.123
Si	9.178	-3.823	27.127	0.019	-0.121	-0.122
Si	6.819	-4.84	-5.227	0.016	0.01	-0.048
Si	9.238	-3.148	-4.663	-0.059	-0.014	0.081
Si	7.187	-1.496	-3.247	-0.106	-0.075	0.061
Si	15.903	-0.354	-1.359	0.104	-0.014	0.089
Si	11.997	-2.633	27.709	0.096	0.071	-0.009
Si	12.946	4.909	-3.714	-0.12	-0.049	-0.005
Si	10.433	0.945	-3.121	0.071	-0.079	-0.06
Si	20.974	-2.527	-0.335	-0.012	-0.542	0.375
Si	16.61	0.984	25.658	-0.02	0.064	-0.125
Si	27.017	-0.327	-3.503	0.001	0.081	-0.197
Si	19.522	5.624	-1.274	-0.438	-0.416	0.447
Si	21.848	3.737	-1.373	-0.009	0.071	0.189
Si	20.517	-7.874	-5.396	-0.054	-0.017	0.1
Si	19.99	-6.058	-3.218	-0.006	-0.01	-0.012
Si	24.725	-0.438	-5.522	-0.046	0.035	0
Si	29.098	7.325	-5.314	0.089	-0.025	0.064
Si	24.014	-5.845	-1.765	-0.095	0.076	0.062
Si	22.924	2.739	28.076	0.012	-0.098	0.026
Si	10.718	7.133	27.823	-0.008	0.078	-0.116
Si	22.048	-3.843	-2.827	0.122	0.007	-0.125
Si	28.094	2.006	26.987	0.49	0.391	-0.131
Si	-29.51	5.469	-3.434	0.046	-0.036	0.028
Si	31.169	3.881	-2.555	-0.138	-0.006	0.057
Si	-31.426	-6.641	28.069	0.052	-0.026	-0.045
Si	31.697	-5.237	-3.648	0.077	0.088	0.004
Si	28.815	-1.002	27.597	-0.096	0.048	-0.056
Si	-26.309	-5.443	27.936	0.053	0.048	-0.136
Si	32.023	3.369	26.553	-0.123	-0.034	-0.144
Si	-23.929	4.497	-4.675	0.017	0.077	-0.037
Si	-24.988	3.221	-2.302	-0.024	-0.125	-0.037
Si	-27.855	-0.286	27.95	-0.135	0.046	0.043
Si	-29.654	-2.263	26.723	-0.104	-0.099	0.076
Si	-23.445	-1.566	28.078	-0.105	-0.119	-0.271
Si	-29.353	-6.291	-2.556	-0.045	0.046	-0.039
Si	-26.349	2.27	27.2	-0.1	0.154	-0.116
Si	-19.922	-7.931	-4.439	0.028	0.128	0.014
Si	-23.973	-2.741	-4.515	0.074	-0.161	0.127
Si	-24.295	-2.723	25.2	0.5	0.056	-0.535
Si	-18.693	-3.17	-5.325	0.136	-0.054	-0.042
Si	-20.177	3.223	-3.059	0.016	-0.134	0.022
Si	-13.781	3.129	-1.981	-0.014	0.032	-0.094
Si	-15.263	-5.731	26.6	0.007	-0.009	-0.144
Si	-25.498	-3.233	-1.739	0.003	0.115	0.055
Si	-16.486	-4.525	-3.743	0.048	-0.048	0.028
Si	-13.276	5.918	-3.092	0.047	0.037	0.01
Si	-12.757	-7.114	27.791	-0.003	-0.081	-0.062
Si	-18.786	4.542	27.338	0.104	0.089	-0.062
Si	-8.504	7.995	26.996	0.019	-0.119	0.025
Si	-19.24	-5.639	25.13	0.649	-0.403	0.048
Si	-12.099	-2.458	-3.696	0.025	0.067	0.111
Si	-7.898	1.647	-4.494	-0.086	-0.016	0.024
Si	-7.05	1.138	25.905	-0.094	-0.005	-0.168
Si	-8.5	4.561	-3.457	-0.021	-0.035	-0.106
Si	-4.258	-5.77	-3.089	-0.009	0.053	0.094
Si	-8.894	-1.276	25.738	0.019	0.051	-0.118
Si	-8.122	-5.448	27.965	0.08	0.04	-0.072
Si	-8.663	3.212	27.255	-0.135	0.046	0.078
Si	4.368	-0.914	-4.631	0.035	0.059	-0.031
Si	-4.481	5.262	25.742	-0.135	-0.141	-0.151
Si	-10.39	-5.072	-3.566	-0.004	-0.021	0.002
Si	0.346	-0.307	-3.935	-0.054	0.049	-0.001
Si	4.437	-5.516	-1.699	0.133	-0.028	0.082
Si	2.762	3.294	-2.643	-0.224	0.046	0.004
Si	3.675	-0.006	0.151	0.024	0.604	0.315
Si	1.07	2.617	-5.09	0.001	-0.073	0.052
Si	0.667	-7.432	-4.15	0.041	-0.096	0.034
Si	3.007	-8.111	-2.191	-0.112	-0.194	0.486
Si	4.202	-3.81	-4.183	0.04	0.023	0.005
Si	7.602	5.449	-1.668	-0.054	0.059	0.019
Si	7.895	1.226	-1.748	-0.048	-0.116	-0.016
Si	2.305	-8.803	0.018	0.001	-0.107	-0.132
Si	8.257	8.086	-0.642	-0.103	0.074	0.172
Si	0.903	-4.164	26.854	-0.017	0.165	0.03
Si	6.927	-3.796	-0.995	-0.007	0	-0.043
Si	13.278	-2.092	-0.936	0.088	0.044	0.015
Si	13.057	-7.941	26.11	0.007	0.12	-0.634
Si	13.033	1.889	-4.113	-0.049	0.037	-0.049
Si	10.526	-7.645	-2.503	-0.105	0.086	0.053
Si	9.978	5.672	-3.363	0.018	-0.088	-0.018
Si	14.18	1.255	27.033	0.027	0.039	-0.167
Si	11.396	-1.764	-3.249	-0.122	0.084	0.048
Si	23.325	0.193	25.349	-0.022	0.043	-0.008
Si	13.716	4.8	-0.755	0.094	0.016	0.153
Si	18.78	7.786	-3.206	0.074	0.089	0.076
Si	17.122	-6.153	-3.509	0.014	-0.014	0.044
Si	15.723	-6.085	-0.874	0.089	-0.08	0.003
Si	25.148	-7.662	-3.74	-0.098	0.028	0.127
Si	26.124	0.944	24.721	0.104	0.22	-0.667
Si	29.714	2.211	-0.445	0.269	-0.314	0.57
Si	27.371	-6.322	-5.393	-0.043	-0.119	-0.13
Si	20.216	-2.411	27.987	-0.088	0.007	0.004
Si	19.116	-6.914	25.744	-0.072	0.107	-0.024
Si	32.623	1.125	24.689	0.1	0.114	-0.039
Si	28.391	5.089	-3.294	0.007	-0.066	-0.054
Si	26.036	6.4	-1.936	-0.019	-0.014	0.048
Si	32.794	5.557	-0.493	0.396	-0.422	0.476
Si	27.256	0.315	-0.71	0.136	-0.054	0.104
Si	28.797	-4.469	-3.492	0.142	0.606	0.038
Si	32.087	-1.884	-1.702	-0.011	0.29	0.351
Si	32.228	7.071	-4.604	-0.073	-0.042	0.052
Si	32.549	-4.873	-0.814	0.042	0.053	0.137
Si	-27.797	6.221	-1.107	-0.073	0.044	0.008
Si	-31.265	7.673	-2.309	-0.077	-0.041	0
Si	-28.495	-3.576	-1.706	0.104	0.026	0.053
Si	-26.462	0.809	-3.247	0.019	0.093	-0.009
Si	-21.845	8.104	-2.281	0.151	0.039	-0.023
Si	-29.658	-1.781	-5.127	0.093	-0.092	-0.002
Si	-23.975	3.153	25.626	-0.028	0.171	-0.17
Si	-24.405	-7.417	-3.552	-0.074	-0.113	0
Si	-21.611	-5.615	27.101	0.072	-0.057	-0.092
Si	-23.675	0.6	-2.297	-0.011	0.126	0.037
Si	-18.455	0.911	-2.802	-0.014	0.022	-0.006
Si	-21.153	0.661	-4.056	0.082	0.152	-0.024
Si	-16.583	5.626	-0.99	0.116	0.052	-0.02
Si	-16.033	6.171	-4.02	-0.015	-0.024	0.041
Si	-13.807	-0.933	-1.676	0.339	0.362	0.274
Si	-14.614	2.481	-4.89	0.085	0.04	0.079
Si	-10.505	0.114	-3.629	0.076	0.054	0.081
Si	-6.398	7.398	24.872	-0.229	-0.266	-0.574
Si	-13.898	7.259	-0.615	-0.048	0.035	0.024
Si	-16.758	-5.725	-1.068	0.09	-0.009	0.039
Si	-15.763	-0.08	-4.084	0.034	-0.019	0.076
Si	-5.934	5.579	-4.575	0.011	-0.026	-0.148
Si	-5.813	2.54	-0.83	-0.173	-0.058	0.134
Si	-8.059	4.632	-0.693	0.104	-0.101	0.123
Si	-10.252	-5.388	-0.597	-0.004	0.051	0.069
Si	-6.416	-2.229	-2.821	-0.103	0.036	-0.016
Si	-12.129	0.797	-1.2	-0.375	-0.5	0.487
Si	-4.074	-2.489	25.676	0.001	0.038	0.137
Si	-2.532	-0.538	-4.305	-0.106	0.14	0.046
Si	2.742	0.346	-2.545	0.072	-0.038	-0.025
Si	-3.42	-3.038	-3.146	-0.002	-0.028	0.06
Si	-7.86	-3.298	-0.183	0.409	-0.227	0.546
Si	-2.682	-3.059	-0.285	0.035	-0.05	0.029
Si	1.396	-1.456	7.174	-0.008	-0.001	-0.026
Si	4.035	1.353	7.304	0.005	0.022	0.007
Si	1.367	4.094	7.389	0.02	-0.022	0.035
Si	4.096	6.706	7.155	-0.001	-0.027	-0.029
Si	1.425	9.496	7.174	-0.003	0.006	-0.026
Si	4.083	-4.168	7.15	0.002	0.004	0.009
Si	6.789	-1.454	7.19	0.001	-0.025	0.01
Si	9.371	1.328	7.063	-0.018	-0.011	-0.022
Si	6.724	4.017	7.136	0.034	0.012	0.011
Si	9.395	6.799	7.043	0	-0.006	0.018
Si	6.731	-6.841	7.079	-0.004	-0.025	0.006
Si	9.521	-4.186	7.104	0.019	-0.034	0.016
Si	12.115	-1.393	6.996	-0.012	-0.014	-0.02
Si	14.763	1.373	6.904	-0.009	-0.002	0.022
Si	12.071	4.116	7.011	-0.014	-0.001	0.007
Si	14.822	6.759	6.802	0.022	-0.007	-0.018
Si	12.145	-6.78	6.901	-0.028	0.011	0.019
Si	14.834	-4.134	6.762	-0.018	-0.03	-0.033
Si	17.536	-1.454	6.799	0.009	0.008	-0.011
Si	20.171	1.271	6.677	0.012	-0.001	0.002
Si	17.49	3.991	6.677	0.003	-0.02	0.009
Si	20.205	6.758	6.553	0.039	-0.003	0.003
Si	17.516	-6.828	6.663	0.009	0.011	-0.002
Si	20.251	12.16	6.714	0.014	0.002	0.009
Si	22.903	-1.369	6.635	-0.012	0.003	-0.009
Si	25.641	1.409	6.597	-0.013	0.016	0.02
Si	22.879	4.104	6.545	-0.008	0.029	-0.021
Si	25.645	6.837	6.595	0.002	0.025	0.031
Si	22.944	9.44	6.617	-0.004	0.029	0.031
Si	25.706	-4.103	6.653	-0.012	-0.002	0.01
Si	28.444	-1.344	6.588	-0.01	-0.039	0.012
Si	31.256	1.4	6.48	0.001	-0.008	-0.03
Si	28.449	4.094	6.551	0.008	-0.004	-0.003
Si	31.2	6.838	6.506	0.001	-0.002	0.029
Si	28.441	-6.776	6.572	-0.004	-0.011	0.015
Si	31.236	-4.018	6.531	-0.01	-0.021	0.004
Si	34.019	-1.255	6.437	-0.009	-0.019	0.026
Si	36.802	1.459	6.377	0.012	0.014	-0.027
Si	33.988	4.153	6.489	0.056	0.017	0.002
Si	-28.533	6.894	6.484	0.011	0.023	-0.011
Si	33.949	-6.715	6.45	-0.029	0.021	0.014
Si	-28.545	-3.932	6.429	-0.004	-0.01	0.013
Si	-25.707	-1.284	6.501	-0.02	-0.021	0.005
Si	-22.983	1.542	6.609	0.004	0	0.007
Si	-25.752	4.231	6.464	0.007	0.023	0.031
Si	-23.079	6.958	6.574	-0.028	0.027	-0.014
Si	-25.775	-6.663	6.557	-0.032	-0.004	0.019
Si	-22.934	-4.027	6.506	-0.018	0.023	0.029
Si	-20.25	-1.191	6.628	-0.039	0.006	-0.031
Si	-17.487	1.408	6.659	0.007	-0.025	0.009
Si	-20.206	4.151	6.597	0.016	0.002	-0.039
Si	-17.615	6.939	6.659	-0.022	0.033	-0.005
Si	-20.294	-6.7	6.55	0.016	0.025	0.018
Si	-17.477	-4.027	6.792	0.006	0.004	0.001
Si	-14.82	-1.288	6.704	0.001	0.027	0.002
Si	-12.08	1.337	6.926	0.029	-0.021	-0.009
Si	-14.865	4.163	6.785	0.024	0.011	-0.045
Si	-12.128	6.782	6.9	0.007	0.016	0.008
Si	-14.808	-6.779	6.835	0.03	-0.004	-0.002
Si	-12.116	-4.08	6.805	0.026	0.01	-0.015
Si	-9.406	-1.395	6.938	0.013	0.005	0.013
Si	-6.711	1.312	7.031	-0.008	-0.01	0.009
Si	-9.353	4.044	6.961	0.029	0.016	-0.003
Si	-6.673	6.778	7.022	0.008	0.006	0.015
Si	-9.405	-6.791	6.942	0.003	-0.001	-0.02
Si	-6.767	-4.056	7.121	0.021	0.033	0.004
Si	-3.975	-1.399	7.119	-0.001	0.02	0.008
Si	-1.325	1.324	7.176	0.006	-0.016	-0.029
Si	-3.987	4.103	7.129	0.019	0.012	0.007
Si	-1.26	6.765	7.316	0.022	0.01	-0.01
Si	-4.054	-6.736	7.262	-0.01	0.008	-0.009
Si	-1.277	-4.134	7.184	0.014	-0.004	0.003
Si	2.705	-0.077	8.577	0.01	-0.02	0.005
Si	5.425	2.705	8.591	0.002	-0.007	0
Si	2.773	5.447	8.638	-0.012	0.022	-0.003
Si	5.435	-8.217	8.493	0.016	0.011	-0.017
Si	2.755	-5.493	8.557	0.024	0.008	0.006
Si	5.426	-2.801	8.523	-0.017	-0.022	0.011
Si	8.126	-0.052	8.5	-0.011	0.005	-0.01
Si	10.763	2.705	8.377	-0.001	-0.016	-0.006
Si	8.106	5.403	8.446	-0.022	-0.002	-0.013
Si	10.816	-8.158	8.323	0.014	0.021	-0.003
Si	8.124	-5.515	8.443	-0.005	-0.002	0.006
Si	10.84	-2.768	8.413	0.012	0.016	0.004
Si	13.49	-0.025	8.307	0.021	0	0.011
Si	16.187	2.714	8.179	0	0.007	0.008
Si	13.5	5.458	8.276	0.016	0.021	0.001
Si	16.227	-8.201	8.111	0.014	-0.001	-0.008
Si	13.535	-5.459	8.239	0.012	0.004	-0.003
Si	16.187	-2.797	8.164	-0.014	0.023	0.013
Si	18.902	-0.077	8.118	0.004	0.022	0.013
Si	21.573	2.704	7.948	-0.007	0	-0.009
Si	18.894	5.389	7.984	-0.008	-0.007	0.001
Si	21.592	8.074	7.969	0.012	0	0.003
Si	18.885	10.814	8.068	-0.01	-0.001	-0.006
Si	21.611	-2.76	8.029	0.007	0.008	0.003
Si	24.309	0.007	7.949	0.004	0.005	0.002
Si	27.067	2.747	7.908	-0.009	-0.009	0.001
Si	24.294	5.428	7.918	0.001	0.006	-0.003
Si	27.072	-8.146	7.916	-0.01	0.004	-0.003
Si	24.318	-5.482	7.96	-0.017	0.016	-0.007
Si	27.105	-2.725	7.948	0.029	-0.005	0.001
Si	29.871	0.039	7.851	0.008	-0.002	-0.009
Si	32.617	2.775	7.824	-0.019	0.004	0.002
Si	29.839	5.468	7.864	0.001	0.003	0.001
Si	32.59	-8.087	7.815	-0.006	-0.005	-0.005
Si	29.851	-5.395	7.87	0.007	0.013	-0.008
Si	32.639	-2.63	7.808	0	0.007	0.003
Si	35.413	0.109	7.762	-0.002	0	-0.002
Si	-27.133	2.822	7.777	0.009	0.004	0.008
Si	-29.898	5.515	7.822	-0.006	-0.009	-0.002
Si	-27.171	-8.054	7.847	-0.014	0.002	0.012
Si	-29.913	-5.342	7.767	0.026	-0.01	-0.009
Si	-27.144	-2.616	7.817	0.009	0.007	0.009
Si	-24.382	0.116	7.871	-0.005	0.002	0.004
Si	-21.606	2.844	7.979	0.01	0	0.014
Si	-24.43	5.568	7.894	-0.016	-0.02	0.012
Si	-21.681	-8.032	7.929	0.035	-0.002	0.002
Si	-24.362	-5.327	7.879	0.045	-0.005	0.021
Si	-21.638	-2.615	7.909	0.003	-0.032	-0.009
Si	-18.9	0.108	8.036	0.002	0.017	-0.004
Si	-16.219	2.78	8.105	-0.024	-0.004	0.011
Si	-18.941	5.541	8.015	-0.014	0.008	-0.005
Si	-16.256	-8.103	8.115	-0.012	0	-0.008
Si	-18.952	-5.376	8.014	-0.043	-0.026	-0.003
Si	-16.164	-2.63	8.128	0	0.016	-0.003
Si	-13.511	0.001	8.201	-0.006	-0.018	0
Si	-10.764	2.718	8.3	0	0.003	0.008
Si	-13.543	5.476	8.227	-0.004	-0.026	0.003
Si	-10.79	-8.157	8.274	0.015	-0.01	-0.01
Si	-13.482	-5.402	8.201	-0.014	0.011	0.004
Si	-10.816	-2.729	8.26	-0.021	-0.016	-0.01
Si	-8.1	-0.025	8.362	-0.009	0.006	-0.002
Si	-5.38	2.7	8.418	0.005	0.007	-0.005
Si	-8.066	5.436	8.361	-0.004	-0.016	0.011
Si	-5.406	-8.185	8.49	-0.007	-0.021	-0.014
Si	-8.136	-5.442	8.405	-0.02	-0.011	0.003
Si	-5.377	-2.718	8.466	0.017	0	0.003
Si	-2.694	-0.014	8.525	-0.02	0.011	-0.007
Si	0.007	2.646	8.607	-0.025	-0.005	-0.009
Si	-2.667	5.401	8.579	-0.027	-0.01	0.001
Si	0.089	8.166	8.594	-0.009	0.011	0.006
Si	-2.652	-5.425	8.577	0.003	-0.001	0.026
Si	0.035	-2.761	8.56	-0.016	0	0.002
Si	1.37	1.29	9.946	0.008	0.006	0.002
Si	4.104	4.057	9.966	-0.001	0	0.011
Si	1.418	6.809	9.969	0.012	0.014	0.007
Si	4.11	-6.857	9.898	-0.027	-0.024	-0.005
Si	1.394	-4.125	9.912	0.003	-0.008	-0.009
Si	4.09	-1.431	9.9	0.007	0.014	0
Si	6.794	1.307	9.885	-0.008	-0.004	0.006
Si	9.465	4.044	9.8	0.01	0.016	0.008
Si	6.79	6.753	9.855	0.007	-0.011	0.005
Si	9.493	-6.863	9.777	-0.005	-0.014	0.003
Si	6.802	-4.154	9.847	-0.003	0.017	0.005
Si	9.503	-1.418	9.808	-0.005	-0.007	0.006
Si	12.155	1.325	9.697	-0.005	0.006	-0.002
Si	14.876	4.065	9.588	0.006	-0.008	-0.002
Si	12.176	6.791	9.679	-0.003	-0.01	-0.003
Si	14.902	-6.857	9.551	-0.012	0.002	-0.009
Si	12.23	-4.137	9.7	0.002	0.009	0.002
Si	14.887	-1.421	9.589	-0.007	-0.006	0.01
Si	17.57	1.313	9.483	-0.022	-0.019	0
Si	20.267	4.048	9.367	0.011	0.001	0
Si	17.599	6.744	9.44	0.005	-0.008	-0.005
Si	20.281	9.449	9.38	0.012	-0.006	0.004
Si	17.579	-4.15	9.493	0.003	-0.001	0.004
Si	20.295	-1.414	9.443	-0.014	-0.01	0.007
Si	22.973	1.368	9.317	0.007	0.007	-0.003
Si	25.705	4.095	9.265	0.011	0.011	0.006
Si	22.982	6.76	9.336	-0.015	-0.021	0.01
Si	25.729	-6.806	9.295	0.018	-0.001	0.007
Si	23	-4.119	9.346	-0.005	-0.013	0.011
Si	25.719	-1.359	9.271	-0.012	-0.027	-0.007
Si	28.473	1.375	9.207	-0.005	0.008	-0.003
Si	31.237	4.116	9.183	0.001	0.005	0.002
Si	28.466	6.809	9.227	-0.005	-0.003	0.01
Si	31.227	-6.76	9.195	-0.018	-0.011	0.016
Si	28.505	-4.063	9.263	0	0.005	0.019
Si	31.252	-1.315	9.185	0.009	-0.008	0.005
Si	34.015	1.423	9.146	0.021	0.003	0.009
Si	-28.519	4.159	9.157	-0.006	0	0.01
Si	33.996	6.886	9.151	0.013	0.012	-0.002
Si	-28.548	-6.681	9.159	0.006	0.006	0.01
Si	34	-4.009	9.144	-0.03	0	0.006
Si	-28.521	-1.25	9.148	0.001	0.009	0.007
Si	-25.785	1.474	9.184	-0.012	-0.001	0.007
Si	-23.041	4.213	9.262	0.014	0.028	-0.003
Si	-25.811	6.916	9.226	0.008	-0.003	0.011
Si	-23.039	-6.675	9.285	-0.019	-0.008	0.011
Si	-25.772	-3.964	9.193	-0.015	-0.011	-0.001
Si	-23.037	-1.258	9.248	0.001	0.006	0
Si	-20.292	1.468	9.37	0.009	0.003	0.009
Si	-17.609	4.171	9.42	0.01	-0.005	-0.003
Si	-20.344	6.909	9.328	-0.019	-0.003	-0.004
Si	-17.632	-6.724	9.437	0.007	0.007	0.002
Si	-20.322	-3.977	9.33	0.019	0.02	0.008
Si	-17.586	-1.272	9.435	-0.007	-0.013	0.005
Si	-14.888	1.416	9.508	0.008	0.007	-0.008
Si	-12.181	4.109	9.596	0.008	0.022	-0.012
Si	-14.931	6.86	9.53	0.013	0.005	-0.004
Si	-12.171	-6.768	9.603	0.003	0.008	-0.01
Si	-14.863	-4.012	9.527	0.015	0.03	0.009
Si	-12.19	-1.351	9.603	0.001	0.002	0.006
Si	-9.462	1.358	9.7	-0.013	-0.016	0
Si	-6.749	4.074	9.761	-0.017	-0.003	-0.008
Si	-9.464	6.815	9.68	0.005	0	-0.003
Si	-6.792	-6.804	9.789	0.011	-0.002	0.006
Si	-9.506	-4.059	9.707	0.015	0.017	0.001
Si	-6.756	-1.343	9.777	0.017	0.012	-0.009
Si	-4.059	1.36	9.845	-0.009	-0.016	-0.001
Si	-1.344	4.026	9.941	-0.002	-0.002	0.002
Si	-4.049	6.791	9.87	0.012	0.014	0.008
Si	-1.31	-6.809	9.918	-0.011	-0.018	-0.002
Si	-4.042	-4.059	9.87	0.013	0.008	0.007
Si	-1.331	-1.379	9.888	0.016	0.019	-0.003
Si	0.012	-0.053	11.291	-0.001	0.009	0.013
Si	2.739	2.669	11.282	0.01	-0.01	-0.013
Si	0.032	5.41	11.266	-0.002	-0.006	-0.019
Si	2.77	-8.17	11.317	-0.002	-0.002	0.007
Si	0.039	-5.462	11.287	-0.004	0.007	0.001
Si	2.748	-2.776	11.276	-0.004	0.012	-0.001
Si	5.45	-0.06	11.247	-0.005	0.002	0.005
Si	8.158	2.677	11.213	0.005	0.003	-0.003
Si	5.469	5.419	11.285	-0.019	0.008	-0.001
Si	8.171	-8.212	11.186	0.01	-0.013	0.005
Si	5.469	-5.493	11.245	0.02	-0.02	-0.002
Si	8.159	-2.776	11.184	0.001	0.006	-0.002
Si	10.864	-0.042	11.126	0.001	-0.008	0
Si	13.56	2.692	10.998	-0.003	0.017	-0.009
Si	10.866	5.414	11.095	0.001	0.013	-0.001
Si	13.574	-8.184	10.993	-0.006	0.006	0.005
Si	10.872	-5.486	11.089	0.005	0.006	-0.005
Si	13.587	-2.769	11.026	-0.009	-0.011	0.006
Si	16.268	-0.046	10.906	0.016	0.004	-0.005
Si	18.963	2.684	10.789	-0.003	0.013	-0.008
Si	16.274	5.419	10.889	-0.013	0.008	0.005
Si	18.975	8.096	10.799	0.018	-0.01	-0.005
Si	16.271	-5.504	10.909	0.006	0	0.008
Si	18.962	-2.78	10.825	0.004	0.008	0.004
Si	21.679	-0.017	10.729	0	0	-0.002
Si	24.376	2.716	10.648	0.002	-0.004	-0.003
Si	21.662	5.393	10.724	0.018	0.008	0.007
Si	24.383	-8.186	10.655	0	0.006	-0.013
Si	21.664	-5.493	10.717	-0.003	0.012	-0.006
Si	24.394	-2.74	10.649	0.002	0.002	0.006
Si	27.127	0.002	10.585	0.013	0.012	-0.001
Si	29.853	2.751	10.525	0.002	0	0
Si	27.101	5.453	10.588	-0.007	-0.005	0
Si	29.861	-8.136	10.538	-0.011	0.001	0.001
Si	27.132	-5.437	10.604	0	0.008	-0.003
Si	29.894	-2.683	10.561	0.008	-0.005	0.005
Si	32.635	0.054	10.498	-0.011	-0.005	-0.01
Si	-29.901	2.794	10.494	0.003	-0.003	0.004
Si	32.625	5.501	10.49	-0.009	-0.004	-0.009
Si	-29.918	-8.057	10.499	0.004	0.005	-0.008
Si	32.621	-5.375	10.502	0.009	0.001	-0.009
Si	-29.902	-2.635	10.475	0.012	-0.006	-0.009
Si	-27.159	0.103	10.521	-0.006	0.012	0.011
Si	-24.429	2.829	10.573	-0.004	-0.016	0
Si	-27.182	5.536	10.541	0.004	-0.001	0.001
Si	-24.434	-8.051	10.59	0.002	-0.003	0
Si	-27.159	-5.339	10.518	-0.002	-0.007	-0.002
Si	-24.424	-2.613	10.588	-0.014	0.013	0.003
Si	-21.699	0.088	10.662	0.017	-0.015	0.002
Si	-18.984	2.825	10.776	-0.021	0.004	0.01
Si	-21.717	5.558	10.676	-0.008	0.014	0.006
Si	-19.018	-8.077	10.764	0.011	-0.006	0.001
Si	-21.705	-5.324	10.682	-0.006	0.007	0.002
Si	-18.986	-2.637	10.747	-0.004	-0.015	0.003
Si	-16.277	0.078	10.856	0.002	0.004	0.003
Si	-13.575	2.765	10.932	0.008	-0.018	0.001
Si	-16.305	5.507	10.864	0	-0.012	0.011
Si	-13.59	-8.104	10.923	-0.015	0	0.002
Si	-16.293	-5.364	10.835	-0.023	-0.003	-0.005
Si	-13.565	-2.677	10.962	0.021	-0.019	0.012
Si	-10.87	0.017	11.011	0	0	0.005
Si	-8.14	2.725	11.093	0.005	-0.003	0
Si	-10.867	5.472	11.006	0.004	-0.002	0.006
Si	-8.167	-8.154	11.115	-0.012	-0.006	0
Si	-10.878	-5.414	11.037	-0.002	-0.003	0.01
Si	-8.15	-2.705	11.09	0.002	0.004	-0.003
Si	-5.431	0.003	11.18	-0.02	0.021	0.009
Si	-2.722	2.684	11.264	0.002	-0.001	0.006
Si	-5.434	5.426	11.179	0.006	-0.016	-0.001
Si	-2.691	-8.175	11.233	0.011	0.004	0.007
Si	-5.429	-5.445	11.162	0.015	-0.009	-0.011
Si	-2.696	-2.722	11.248	-0.034	0.011	0.007
Si	1.39	-1.414	12.633	0	-0.007	-0.01
Si	4.108	1.304	12.622	-0.005	0.003	-0.001
Si	1.388	4.045	12.626	0.003	-0.007	-0.009
Si	4.119	-9.546	12.657	0.005	0.009	0.005
Si	1.4	-6.812	12.658	0.013	-0.012	0.003
Si	4.122	-4.128	12.624	-0.015	0.006	-0.01
Si	6.823	-1.426	12.583	-0.005	-0.004	-0.007
Si	9.531	1.299	12.535	0.002	0.003	0.006
Si	6.823	4.028	12.606	-0.001	0.012	0.002
Si	9.542	-9.574	12.519	-0.002	-0.017	0.005
Si	6.836	-6.855	12.581	-0.006	0	0.005
Si	9.535	-4.148	12.502	-0.005	-0.001	-0.009
Si	12.238	-1.435	12.427	0.01	0.018	-0.001
Si	14.94	1.305	12.313	-0.011	-0.013	-0.006
Si	12.242	4.034	12.42	-0.001	-0.008	0
Si	14.948	-9.567	12.313	0.013	-0.002	0.002
Si	12.242	-6.855	12.417	0	-0.009	-0.007
Si	14.962	-4.15	12.338	-0.01	0.008	0.005
Si	17.654	-1.412	12.231	-0.019	0.006	-0.003
Si	20.349	1.329	12.128	0	0.004	-0.004
Si	17.652	4.036	12.201	0.004	-0.008	-0.005
Si	20.363	6.751	12.14	0.002	-0.018	0.011
Si	17.658	9.443	12.224	-0.002	-0.011	0.006
Si	20.355	-4.147	12.14	-0.009	-0.009	0.003
Si	23.065	-1.391	12.042	0.011	-0.001	-0.004
Si	25.77	1.346	11.963	-0.001	0.001	-0.001
Si	23.058	4.054	12.068	-0.003	-0.011	0.014
Si	25.77	-9.531	11.993	0.007	0.004	0.009
Si	23.061	-6.834	12.052	-0.003	0.001	0.001
Si	25.78	-4.094	11.976	0.006	0.004	0.004
Si	28.514	-1.351	11.925	0.005	-0.014	0.013
Si	31.236	1.387	11.841	0.002	0.012	-0.001
Si	28.492	4.092	11.899	-0.019	0.004	0.003
Si	31.254	-9.487	11.857	0.004	-0.004	0.005
Si	28.512	-6.802	11.924	0	-0.011	0.006
Si	31.262	-4.051	11.891	0.003	0.001	0.015
Si	33.996	-1.313	11.839	-0.005	0.002	0.007
Si	-28.541	1.448	11.861	-0.001	-0.013	0.009
Si	-31.282	4.151	11.834	0.006	0.006	0.001
Si	-28.549	-9.398	11.867	-0.025	0.01	0.014
Si	-31.288	-6.718	11.859	0	0.003	0.008
Si	-28.542	-3.978	11.846	0.012	0.006	0.003
Si	-25.808	-1.247	11.908	-0.007	-0.001	0.006
Si	-23.091	1.471	11.974	-0.007	0.003	-0.002
Si	-25.815	4.192	11.909	-0.009	0.027	-0.002
Si	-23.094	-9.388	11.996	0	-0.01	-0.002
Si	-25.81	-6.683	11.909	0.01	-0.011	-0.002
Si	-23.093	-3.963	12.006	0.013	-0.011	0.006
Si	-20.377	-1.271	12.074	0.002	0	0.001
Si	-17.663	1.455	12.18	0.009	0.015	-0.01
Si	-20.381	4.2	12.082	0.009	-0.004	-0.004
Si	-17.692	-9.426	12.182	-0.016	-0.003	-0.001
Si	-20.383	-6.685	12.092	-0.004	-0.003	-0.002
Si	-17.675	-3.993	12.171	-0.006	0.024	-0.003
Si	-14.957	-1.287	12.266	0.004	0.001	0.002
Si	-12.25	1.405	12.333	-0.003	0.003	-0.001
Si	-14.966	4.149	12.256	-0.005	0.014	-0.012
Si	-12.258	-9.461	12.325	0.011	-0.001	-0.005
Si	-14.974	-6.725	12.249	0.017	0.01	-0.009
Si	-12.25	-4.033	12.367	-0.002	0.009	0.009
Si	-9.53	-1.326	12.411	-0.007	0.009	-0.007
Si	-6.808	1.378	12.498	0.014	-0.005	0
Si	-9.533	4.111	12.401	0.01	-0.008	-0.011
Si	-6.819	-9.511	12.492	0.003	0.007	-0.002
Si	-9.54	-6.763	12.431	0.003	0.004	0.002
Si	-6.807	-4.063	12.479	-0.003	0.005	-0.01
Si	-4.081	-1.357	12.563	0.025	0.021	0
Si	-1.353	1.325	12.617	-0.014	-0.008	0.006
Si	-4.093	4.075	12.569	-0.006	-0.006	0.003
Si	-1.335	6.786	12.599	-0.013	-0.003	-0.003
Si	-4.07	-6.793	12.543	-0.003	-0.007	0
Si	-1.337	-4.09	12.612	0.012	0.005	-0.006
Si	2.768	-0.067	13.983	-0.008	0.011	-0.004
Si	5.47	2.665	13.979	-0.01	-0.004	0.002
Si	2.747	5.402	13.991	0.002	-0.009	-0.011
Si	5.49	-8.18	13.988	0.004	-0.016	0.001
Si	2.766	-5.458	14.011	0.003	0.005	0.004
Si	5.496	-2.781	13.984	0.009	0.015	-0.002
Si	8.188	-0.065	13.927	-0.001	0.002	0.004
Si	10.924	2.671	13.837	0.009	0.014	-0.001
Si	8.206	5.395	13.919	0.004	-0.003	0.002
Si	10.915	-8.198	13.843	-0.002	0.002	0
Si	8.207	-5.493	13.918	0.006	-0.002	-0.01
Si	10.904	-2.792	13.835	-0.009	-0.003	-0.005
Si	13.626	-0.067	13.722	-0.006	-0.019	-0.002
Si	16.34	2.68	13.615	0.003	0.011	0
Si	13.624	5.405	13.738	0.011	0.003	-0.005
Si	16.338	-8.224	13.645	-0.017	0.001	-0.001
Si	13.625	-5.504	13.742	-0.013	0.013	0.002
Si	16.346	-2.771	13.649	0.031	0.017	0.001
Si	19.053	-0.045	13.541	0.001	0.002	-0.004
Si	21.732	2.686	13.461	0.003	-0.014	-0.008
Si	19.04	5.388	13.533	0.002	0.012	-0.001
Si	21.761	8.119	13.464	0.015	0.015	0.001
Si	19.053	10.801	13.55	0.001	0.01	0.007
Si	21.755	-2.767	13.442	0.001	0.018	-0.011
Si	24.452	-0.031	13.361	0.003	-0.008	0.001
Si	27.151	2.724	13.275	0.011	0.003	-0.003
Si	24.451	5.424	13.396	-0.001	0.004	-0.001
Si	27.162	-8.157	13.303	0.003	0.011	-0.003
Si	24.453	-5.462	13.367	0.006	0.008	-0.007
Si	27.164	-2.733	13.291	-0.009	-0.004	0.007
Si	29.901	0.026	13.239	0.012	0.023	0.003
Si	32.603	2.77	13.144	-0.008	0	-0.015
Si	29.878	5.473	13.202	0.004	-0.005	-0.004
Si	32.625	-8.11	13.186	-0.006	0.002	-0.009
Si	29.9	-5.437	13.24	-0.01	0.002	-0.007
Si	32.641	-2.678	13.212	-0.002	-0.011	-0.005
Si	35.363	0.057	13.168	0.011	0.01	-0.011
Si	-27.195	2.82	13.23	0.004	-0.012	-0.008
Si	-29.928	5.542	13.175	-0.002	-0.001	-0.008
Si	-27.191	-8.028	13.245	0.019	0.001	-0.004
Si	-29.919	-5.333	13.194	-0.004	-0.016	-0.018
Si	-27.184	-2.634	13.22	-0.006	0.007	-0.002
Si	-24.468	0.104	13.305	-0.007	-0.004	-0.006
Si	-21.769	2.828	13.39	0.009	0.014	0.003
Si	-24.486	5.567	13.296	0.01	-0.002	-0.006
Si	-21.774	-8.038	13.42	-0.003	-0.002	0
Si	-24.473	-5.346	13.32	-0.013	0.004	-0.003
Si	-21.755	-2.624	13.424	-0.007	0.007	0.005
Si	-19.058	0.08	13.488	-0.012	-0.004	0.003
Si	-16.353	2.807	13.602	-0.001	-0.014	0.013
Si	-19.079	5.547	13.52	-0.009	-0.005	0.007
Si	-16.372	-8.063	13.593	-0.007	-0.008	-0.008
Si	-19.068	-5.334	13.52	0.008	-0.019	0.003
Si	-16.352	-2.647	13.588	-0.012	-0.01	-0.001
Si	-13.632	0.064	13.678	0.004	0.001	0.006
Si	-10.928	2.769	13.734	0.012	-0.001	-0.004
Si	-13.655	5.519	13.661	-0.012	-0.013	0.005
Si	-10.939	-8.11	13.747	-0.006	0.011	0.006
Si	-13.657	-5.382	13.675	-0.011	-0.001	0.003
Si	-10.912	-2.667	13.752	0.016	-0.011	0.002
Si	-8.198	0.021	13.817	0	0.004	-0.001
Si	-5.47	2.716	13.899	-0.009	-0.001	0.009
Si	-8.206	5.452	13.817	-0.014	-0.008	0.001
Si	-5.468	-8.142	13.857	0.007	-0.014	0.001
Si	-8.199	-5.397	13.813	0.009	-0.01	0
Si	-5.46	-2.729	13.883	-0.009	-0.005	-0.002
Si	-2.724	-0.03	13.952	-0.012	0.001	0.012
Si	0.025	2.679	13.965	-0.006	0.008	-0.001
Si	-2.727	5.437	13.92	0.014	-0.005	0.005
Si	0.025	8.13	13.981	0.001	-0.002	-0.002
Si	-2.715	-5.457	13.937	-0.007	0.001	-0.003
Si	0.024	-2.755	13.993	0.002	0.008	0.003
Si	1.393	1.295	15.314	0.019	-0.011	-0.006
Si	4.111	4.035	15.34	-0.014	0.016	0.01
Si	1.39	6.771	15.348	0.006	-0.011	0.005
Si	4.146	-6.805	15.364	-0.001	0.009	-0.005
Si	1.392	-4.104	15.364	-0.003	0.02	-0.004
Si	4.146	-1.416	15.353	-0.011	-0.014	-0.007
Si	6.837	1.285	15.32	-0.001	0.002	-0.002
Si	9.576	4.013	15.236	0.01	-0.015	0.002
Si	6.871	-9.555	15.303	-0.008	0.001	-0.001
Si	9.576	-6.853	15.26	-0.006	0.011	-0.01
Si	6.867	-4.155	15.331	-0.004	-0.012	-0.01
Si	9.554	-1.464	15.246	-0.01	0.008	-0.001
Si	12.298	1.261	15.135	0.002	0	0.006
Si	15.027	4.03	15.033	-0.017	0.013	-0.009
Si	12.289	-9.574	15.164	0.002	0.009	-0.002
Si	15.004	-6.886	15.053	0.018	-0.022	-0.004
Si	12.28	-4.173	15.152	0.007	-0.014	0.003
Si	14.998	-1.432	15.054	-0.03	0.015	0.007
Si	17.729	1.314	14.936	0.009	-0.002	0
Si	20.42	4.043	14.874	-0.002	-0.014	0.002
Si	17.737	-9.593	14.958	-0.001	-0.022	-0.009
Si	20.453	9.453	14.89	-0.003	-0.007	0.009
Si	17.744	-4.149	14.944	-0.032	0.01	0.007
Si	20.452	-1.416	14.855	0.016	-0.011	-0.004
Si	23.122	1.31	14.762	-0.01	0.004	-0.001
Si	25.849	4.061	14.707	0	-0.011	0.017
Si	23.145	6.778	14.816	0.001	-0.005	0.019
Si	25.827	-6.82	14.702	-0.002	0.012	0.009
Si	23.137	-4.123	14.78	-0.011	0.013	-0.003
Si	25.821	-1.404	14.69	0.01	0.002	0.012
Si	28.524	1.367	14.599	-0.018	-0.003	0.005
Si	31.239	4.098	14.512	0.014	0.001	0.001
Si	28.56	-9.507	14.613	-0.019	-0.002	0.006
Si	31.274	-6.797	14.577	0.002	-0.011	0.006
Si	28.525	-4.117	14.608	0.024	-0.021	-0.002
Si	31.277	-1.341	14.572	0.004	-0.002	0.026
Si	33.962	1.407	14.466	-0.012	-0.012	-0.009
Si	-28.57	4.207	14.533	0.003	0.017	0.002
Si	33.991	-9.442	14.541	-0.021	-0.002	0.018
Si	-28.548	-6.636	14.574	0.002	0.023	0.002
Si	33.998	-4.019	14.583	0.009	0.025	0.014
Si	36.708	-1.291	14.541	0	0.009	-0.006
Si	-25.854	1.472	14.618	0.003	0.011	-0.01
Si	-23.157	4.222	14.69	-0.027	0.009	-0.003
Si	-25.841	-9.368	14.631	-0.005	-0.008	0.01
Si	-23.147	-6.672	14.757	0.005	-0.016	-0.005
Si	-25.856	-3.978	14.627	0.006	-0.021	0.005
Si	-23.147	-1.246	14.724	0.006	0.014	0.001
Si	-20.449	1.459	14.796	-0.002	-0.013	0
Si	-17.747	4.191	14.923	0.007	-0.001	-0.001
Si	-20.461	-9.387	14.842	-0.001	0.006	-0.005
Si	-17.739	-6.676	14.937	0	0.008	0.005
Si	-20.455	-3.979	14.873	-0.005	0.013	0.002
Si	-17.748	-1.285	14.908	0.007	0.015	-0.009
Si	-15.023	1.441	14.997	-0.01	0.02	-0.005
Si	-12.319	4.159	15.048	0	0.006	-0.013
Si	-15.044	-9.42	14.994	0.013	0.006	-0.002
Si	-12.318	-6.723	15.075	-0.001	-0.017	0.001
Si	-15.035	-4.006	15.006	0.008	-0.004	0.005
Si	-12.295	-1.293	15.079	0.011	-0.001	-0.007
Si	-9.586	1.41	15.123	-0.01	0.002	-0.008
Si	-6.861	4.094	15.21	0.018	-0.006	-0.001
Si	-9.595	-9.476	15.122	0.016	-0.016	-0.014
Si	-6.837	-6.749	15.177	-0.011	0.014	-0.013
Si	-9.571	-4.012	15.146	0	0.027	-0.002
Si	-6.855	-1.355	15.194	0.001	0.003	-0.004
Si	-4.109	1.345	15.259	0.015	0.003	-0.002
Si	-1.355	4.071	15.265	-0.01	-0.006	0.004
Si	-4.116	6.823	15.227	-0.017	0.019	-0.014
Si	-1.353	9.502	15.31	0.008	-0.014	-0.01
Si	-4.092	-4.084	15.264	0.01	-0.004	-0.003
Si	-1.357	-1.388	15.321	-0.001	0.004	-0.011
Si	0.031	-0.053	16.68	-0.032	-0.024	0.002
Si	2.752	2.641	16.678	-0.008	0.006	-0.01
Si	-0.015	5.406	16.665	-0.008	0.016	0.006
Si	2.765	8.155	16.687	0.001	-0.018	-0.003
Si	0.01	-5.472	16.694	-0.012	-0.014	-0.004
Si	2.789	-2.767	16.721	-0.007	-0.006	0.016
Si	5.513	-0.077	16.738	0.02	0.018	0.01
Si	8.241	2.644	16.627	0	0.004	-0.006
Si	5.506	5.414	16.657	0.002	0.004	-0.011
Si	8.221	-8.184	16.664	-0.006	-0.012	0.006
Si	5.529	-5.479	16.758	0.006	0.007	0.009
Si	8.237	-2.815	16.693	0.022	-0.006	-0.003
Si	10.955	-0.107	16.538	-0.002	0.003	-0.009
Si	13.711	2.638	16.401	0.022	0.012	-0.006
Si	10.929	5.403	16.559	-0.009	0.014	0.011
Si	13.682	-8.221	16.498	0.007	0.017	0.002
Si	10.961	-5.506	16.604	-0.006	0.001	-0.009
Si	13.673	-2.818	16.453	0.016	0.012	0.001
Si	16.409	-0.048	16.329	-0.005	-0.005	-0.002
Si	19.111	2.672	16.278	-0.01	0.005	-0.007
Si	16.416	5.385	16.377	0.01	0	-0.001
Si	19.141	-8.249	16.283	-0.007	0.004	0.009
Si	16.408	-5.511	16.327	0.008	0.001	-0.016
Si	19.171	-2.809	16.253	0.018	0.01	-0.011
Si	21.839	-0.062	16.193	0.014	-0.004	-0.008
Si	24.489	2.692	16.069	-0.006	-0.024	-0.011
Si	21.796	5.421	16.198	0.001	-0.002	0.002
Si	24.552	8.143	16.143	0.007	0.024	0.004
Si	21.856	10.826	16.204	0.012	0.008	-0.001
Si	24.518	-2.772	16.119	0.005	0	0.004
Si	27.196	-0.014	15.976	0.02	0.001	0
Si	29.903	2.743	15.901	0.002	0.029	0.02
Si	27.264	5.439	16.006	0.019	0.004	-0.004
Si	29.921	-8.145	15.965	0.016	0.013	-0.006
Si	27.207	-5.472	16.036	0.003	0.018	0.002
Si	29.901	-2.739	15.889	-0.006	-0.01	-0.003
Si	32.677	0.039	15.877	0.044	0.03	0.01
Si	35.277	2.823	15.764	-0.022	0.038	-0.017
Si	32.585	5.483	15.826	0.016	-0.005	-0.012
Si	35.376	-8.04	15.847	-0.017	-0.015	-0.001
Si	32.647	-5.434	15.901	-0.009	-0.021	0.019
Si	35.362	-2.635	15.923	-0.01	-0.008	0.004
Si	38.035	0.08	15.895	-0.017	-0.03	0.034
Si	-24.524	2.847	16.002	0.013	0.015	-0.007
Si	-27.215	5.566	15.913	0	-0.003	-0.016
Si	-24.551	-8.006	16.085	-0.011	0.004	-0.012
Si	-27.246	-5.263	16.014	0.01	0.007	0.011
Si	-24.53	-2.638	16.02	0.016	-0.021	0.001
Si	-21.827	0.104	16.139	-0.006	0.007	0.005
Si	-19.154	2.818	16.218	0	0.014	0.003
Si	-21.903	5.599	16.139	0	-0.015	-0.014
Si	-19.143	-8.022	16.257	-0.001	-0.023	-0.011
Si	-21.864	-5.326	16.218	-0.018	-0.017	-0.002
Si	-19.112	-2.633	16.284	0.008	-0.01	0.008
Si	-16.421	0.069	16.302	0.005	-0.011	0.004
Si	-13.693	2.807	16.392	-0.004	-0.006	0.004
Si	-16.427	5.552	16.343	-0.022	0.001	-0.008
Si	-13.731	-8.051	16.407	-0.006	0.001	-0.006
Si	-16.423	-5.329	16.382	0.012	-0.009	0.003
Si	-13.688	-2.659	16.393	-0.004	0.006	-0.018
Si	-10.95	0.063	16.474	-0.005	-0.004	-0.005
Si	-8.269	2.751	16.538	0.011	0.016	0.01
Si	-11.015	5.528	16.458	0.011	0.022	0.007
Si	-8.233	-8.108	16.472	0.001	-0.013	-0.011
Si	-10.981	-5.347	16.458	0.022	0.002	-0.003
Si	-8.228	-2.682	16.569	-0.003	-0.017	0.005
Si	-5.497	-0.027	16.574	0.012	0.001	-0.004
Si	-2.718	2.702	16.587	-0.007	-0.006	-0.003
Si	-5.489	5.463	16.554	-0.007	-0.008	0.006
Si	-2.773	8.16	16.623	0.007	0.004	0.001
Si	-5.489	-5.424	16.596	-0.011	-0.02	0.007
Si	-2.727	-2.756	16.658	0.02	0.009	0.001
O	3.878	-3.419	1.223	-0.31	0.109	0.036
O	7.87	-0.407	1.746	-0.194	-0.384	-0.328
O	9.1	1.802	2.32	-0.421	0.39	0.497
O	5.323	3.132	0.379	0.1	-0.174	-0.466
O	6.842	4.41	2.23	-0.164	-0.263	0.388
O	9.717	-3.068	1.601	-0.515	0.144	-0.364
O	12.967	-0.007	1.659	-0.001	0.276	-0.133
O	15.755	2.296	1.239	0.354	-0.235	-0.14
O	11.095	3.323	1.678	0.247	-0.276	-0.303
O	11.317	4.817	-3.666	-0.334	-0.628	0.044
O	15.502	-2.727	1.569	-0.188	0.425	-0.031
O	19.567	0.597	0.028	0.17	-0.067	-0.46
O	21.346	2.273	-0.867	0.492	-0.564	-0.16
O	16.891	3.575	-0.734	0.094	0.096	-0.677
O	17.655	4.837	1.495	-0.33	-0.252	0.2
O	19.957	6.016	1.975	0.487	-0.428	0.143
O	-32.24	-1.479	1.308	0.086	0.28	0.021
O	-29.823	0.163	0.882	0.28	-0.385	-0.281
O	-28.249	1.638	2.169	0.13	0.037	-0.592
O	-25.305	-0.287	1.399	-0.232	0.675	-0.022
O	-22.801	0.51	1.541	0.414	0.396	0.178
O	-21.241	1.108	-0.465	0.002	-0.279	-0.385
O	-26.297	3.415	1.506	0.197	0.095	-0.211
O	-27.064	5.421	0.078	-0.187	0.213	0.433
O	-24.568	5.409	1.089	0.203	0.19	-0.263
O	-22.311	-3.97	0.214	0.236	-0.556	-0.601
O	-18.662	-0.034	1.237	0.03	-0.117	-0.37
O	-14.521	2.737	-0.587	0.189	-0.367	0.196
O	-21.475	3.307	1.014	-0.295	0.093	-0.15
O	-17.07	7.122	1.864	0.002	-0.33	0.205
O	-20.475	-6.071	0.824	-0.064	0.196	0.439
O	-14.485	-0.852	2.038	-0.226	0.246	0.278
O	-7.077	6.456	2.213	0.513	0.091	0.328
O	-6.237	-8.205	0.379	-0.099	0.281	-0.468
O	-2.823	4.433	1.028	0.461	-0.004	-0.13
O	-2.157	-5.19	2.061	0.031	0.322	-0.164
O	-30.531	-2.827	20.771	0.424	-0.16	0.256
O	7.611	3.374	22.987	0.231	0.031	0.001
O	10.525	-4.737	23.401	0.469	0.291	0.488
O	12.514	-6.339	23.048	0.091	0.025	0.038
O	18.73	2.835	23.073	-0.273	0.073	-0.148
O	17.777	3.889	25.363	-0.483	-0.171	0.512
O	17.661	6.257	24.391	0.434	-0.01	-0.533
O	20.69	1.229	22.206	0.208	0.264	0.306
O	22.597	-5.049	25.847	0.109	-0.131	0.214
O	-29.675	2.662	22.41	0.431	0.291	0.161
O	-31.901	-2.516	23.038	-0.258	0.164	-0.054
O	-31.217	-4.563	24.367	0.146	0.322	0.252
O	-29.566	4.022	25.089	0.084	-0.084	0.082
O	-29.02	-4.74	22.615	-0.085	0.427	-0.286
O	-26.567	-5.632	22.748	-0.059	0.236	0.567
O	-22.854	0.824	22.678	0.18	-0.347	0.227
O	-13.107	2.24	23.052	0.216	0.307	0.073
O	-14.287	-7.163	23.12	0.564	-0.262	0.453
O	1.361	-1.2	24.924	0.698	0.083	0.034
O	1.445	1.276	25.911	-0.48	0.067	0.188
O	6.677	2.201	-2.119	-0.273	-0.141	-0.012
O	3.461	6.936	-3.135	0.063	-0.331	0.187
O	-2.288	-5.405	26.342	-0.418	0.022	0.297
O	-2.739	-2.218	26.588	0.094	0.079	0.258
O	5.625	-2.502	23.983	-0.146	0.018	0.418
O	8.858	-0.199	26.701	0.302	-0.378	-0.018
O	6.251	4.016	25.028	-0.169	0.171	0.291
O	7.753	-7.515	27.429	0.081	-0.191	0.289
O	9.834	5.868	24.597	-0.122	0.041	0.136
O	6.656	-7.646	25.028	-0.376	0.127	-0.122
O	9.186	-5.352	27.681	0.234	-0.067	-0.054
O	10.453	-3.067	27.757	-0.07	-0.074	-0.09
O	13.845	-0.005	26.064	-0.266	0.215	-0.353
O	16.692	-5.856	-5.02	0.231	-0.057	-0.063
O	15.729	1.064	24.305	0.272	0.309	0.121
O	11.293	4.417	26.433	-0.301	0.14	0.211
O	12.827	3.726	24.496	0.489	0.008	0.007
O	15.031	6.229	24.539	-0.693	0.106	-0.184
O	11.316	7.764	23.562	-0.13	0.122	0.149
O	14.244	-6.718	-0.831	-0.007	0.086	-0.395
O	18.123	1.444	25.301	0.607	-0.394	0
O	24.76	3.577	-4.404	0.278	0.191	0.12
O	20.706	5.965	24.315	0.179	-0.501	0.105
O	16.437	-7.998	23.554	-0.371	0.181	-0.121
O	26.496	-0.637	24.71	-0.17	-0.265	0.275
O	22.744	3.526	24.133	0.029	-0.001	0.274
O	24.714	5.258	23.475	-0.182	-0.108	0.507
O	31.389	-8.134	24.556	0.273	-0.184	0.309
O	22.115	7.982	23.377	-0.026	0.011	0.372
O	27.159	-3.039	24.211	0.312	-0.291	-0.041
O	28.452	-1.648	26.144	-0.157	-0.162	0.041
O	31.433	1.642	23.735	-0.249	0.421	0.097
O	28.85	3.418	24.14	-0.071	0.015	0.073
O	-30.711	-1.882	25.554	0.197	-0.147	-0.393
O	28.982	3.546	0.122	0.329	0.189	-0.537
O	32.376	-6.108	27.691	0.05	0.588	-0.026
O	32.386	-0.459	24.813	0.051	-0.241	-0.012
O	32.415	1.869	26.096	0.108	-0.195	0.59
O	-32	4.279	26.186	0.097	0.065	0.257
O	-28.4	6.635	24.17	0.015	-0.517	0.224
O	30.652	7.321	-4.848	0.178	0.2	-0.061
O	-29.102	-5.892	24.987	0.689	-0.496	0.213
O	-22.428	0.177	-3.201	-0.208	-0.485	0.115
O	-25.506	-1.759	24.695	-0.461	0.248	0.524
O	-20.348	1.495	25.835	-0.094	-0.143	0.579
O	-20.931	3.546	24.286	-0.449	-0.28	-0.096
O	-27.198	3.626	23.856	0.109	-0.21	0.423
O	-25.216	5.099	23.126	0.244	0.054	-0.348
O	-23.96	2.948	-5.137	-0.04	-0.084	0.141
O	-21.98	-8.052	23.318	-0.074	-0.262	0.507
O	-24.582	-6.366	24.34	0.246	0.168	0.161
O	-27.275	7.492	26.459	0.048	0.575	0.099
O	-22.756	-5.588	25.963	0.094	-0.103	-0.487
O	-21.77	-2.31	23.438	0.014	0.004	0.309
O	-20.004	-0.36	23.979	-0.344	-0.178	0.095
O	-18.115	1.453	24.434	0.206	0.019	0.495
O	-19.559	5.522	23.33	0.254	0.034	0.163
O	-20.05	4.677	-3.712	0.389	0.178	-0.401
O	-17.876	7.667	26.121	-0.494	0.087	0.625
O	-20.276	-6.182	24.044	-0.253	0.157	0.288
O	-20.136	-5.44	26.463	0.252	0.118	0.342
O	-16.727	-6.388	26.791	-0.224	0.125	0.55
O	-13.3	5.556	27.275	-0.044	0.163	-0.323
O	-19.897	-2.577	27.174	-0.002	0.049	-0.518
O	-12.525	0.349	24.734	-0.076	-0.161	0.12
O	-8.113	6.95	28.149	0.106	0.091	0.039
O	-13.59	5.815	23.846	0.019	-0.273	0.045
O	-11.728	7.643	24.42	0.024	-0.103	0.287
O	-15.013	-5.448	25.002	0.048	0.433	0.097
O	-11.72	-3.245	25.067	-0.052	-0.38	0.244
O	-9.16	-0.937	24.19	0.072	0.737	-0.236
O	-6.428	0.988	-4.342	0.082	-0.192	-0.117
O	-9.853	7.479	26.253	-0.033	-0.508	-0.117
O	-1.01	5.955	26.647	0.355	-0.329	0.258
O	-9.902	-6.743	24.682	-0.184	0.326	0.28
O	-2.368	7.029	-3.974	0.062	0.109	-0.488
O	-13.032	-1.456	26.479	-0.29	-0.159	0.799
O	-4.174	-1.206	24.709	-0.344	0.342	0.381
O	-8.205	-2.722	25.917	-0.155	-0.201	0.493
O	-1.175	1.533	24.607	0.369	-0.069	0.312
O	-4.728	3.977	24.788	-0.177	-0.309	0.383
O	-0.505	-0.492	26.587	-0.428	0.489	0.028
O	-5.184	-5.607	-1.76	-0.382	-0.168	-0.199
O	1.321	-7.551	24.762	-0.434	0.175	0.113
O	-5.245	-7.91	24.307	-0.159	0.13	0.05
O	-3.102	-6.21	24.089	0.503	0.039	-0.192
O	-3.796	-3.844	24.836	-0.149	0.017	-0.446
O	3.522	-6.128	24.893	0.238	0.054	-0.349
O	3.66	-2.294	-4.161	-0.551	-0.001	0.354
O	4.624	5.234	27.624	-0.05	0.536	-0.172
O	5.495	7.505	-4.666	0.104	0.007	0.151
O	-0.97	-7.803	26.485	-0.198	-0.058	-0.232
O	3.588	7.431	24.769	0.137	-0.072	0.16
O	-0.22	-2.996	26.947	0.158	-0.032	0.078
O	2.212	-3.91	25.929	0.093	0.504	0.062
O	-0.874	-7.057	-3.849	-0.02	0.313	-0.092
O	8.945	5.763	-4.601	-0.371	0.449	0.096
O	13.492	3.439	-4.173	0.52	0.007	-0.3
O	7.331	4.759	-0.234	0.583	-0.197	0.116
O	-8.792	-6.863	27.599	-0.34	0.033	0.225
O	9.561	6.218	27.128	-0.445	0.125	0.254
O	12.31	-7.89	-5.359	0.311	-0.069	0.555
O	7.102	-2.804	-2.27	0.353	-0.214	0.103
O	-23.411	-7.848	-2.365	-0.332	0.031	0.643
O	11.837	1.754	-3.017	0.004	0.259	0.521
O	16.036	-5.675	-2.408	-0.421	0.342	-0.274
O	16.096	-0.733	-2.924	0.334	-0.366	-0.024
O	17.216	-0.749	-0.497	-0.135	-0.132	0.105
O	13.576	5.289	-2.278	0.156	0.244	-0.004
O	24.549	7.642	-4.82	0.311	-0.117	-0.249
O	13.869	4.981	26.563	0.173	0.007	0.581
O	14.406	7.599	26.635	0.516	0.276	0.146
O	13.685	-3.497	-0.24	-0.241	-0.383	-0.345
O	20.051	-8.161	25.35	0.139	0.069	-0.126
O	18.212	-1.716	24.529	0.219	-0.028	0.095
O	25.823	-0.898	-4.426	0.108	-0.645	0.244
O	30.956	7.989	28.043	0.208	-0.385	-0.524
O	30.122	-5.408	-3.397	0.034	-0.503	0.285
O	15.691	1.793	26.733	0.182	0.644	0.113
O	19.801	-7.488	-2.452	0.453	-0.122	0.593
O	-16.273	-4.584	-2.125	0.266	0.543	0.024
O	7.396	7.059	-1.57	-0.545	0.254	-0.587
O	23.941	-6.737	24.384	0.071	-0.215	0.02
O	20.062	-5.809	26.447	-0.002	-0.018	0.053
O	-12.472	2.205	-1.951	0.316	0.132	-0.545
O	24.627	1.14	25.298	-0.083	0.619	0.207
O	23.189	-0.602	26.739	0.337	-0.558	-0.055
O	27.832	3.632	-3.723	-0.541	-0.145	0.098
O	-20.451	6.934	-4.927	0.117	-0.08	-0.723
O	32.266	4.77	-1.786	0.379	0.213	-0.241
O	27.482	5.663	-2.077	0.335	-0.011	0.443
O	-31.212	1.319	24.006	-0.025	0.275	-0.116
O	23.506	-0.885	24.186	0.223	-0.352	0.165
O	29.375	2.492	-5.507	0.067	0.589	0.053
O	-15.259	6.39	-0.43	0.008	-0.062	0.222
O	30.271	-1.528	28.059	0.503	-0.019	-0.274
O	32.418	-5.588	-2.251	0.301	-0.615	-0.032
O	5.984	-5.06	-1.443	0.29	-0.498	0.106
O	14.562	-1.114	-0.868	-0.063	0.293	0.549
O	-30.312	6.188	26.317	0.007	0.104	-0.092
O	-0.038	0.196	1.427	0.034	-0.157	-0.561
O	-26.86	7.099	-5.344	-0.044	0.25	0.485
O	-6.021	-0.712	-2.457	0.053	-0.062	0.738
O	-32.446	-1.025	27.258	-0.446	0.71	0.05
O	-13.156	2.726	-5.537	0.091	0.093	0.054
O	-25.434	0.475	23.396	-0.276	0.111	0.461
O	-18.291	-5.483	-0.624	-0.105	-0.04	-0.482
O	-7.882	6.17	-0.234	-0.045	0.142	-0.387
O	-3.12	-4.617	-3.255	0.375	-0.225	-0.361
O	-31.357	-8.205	27.681	-0.293	-0.08	-0.211
O	-30.82	2.525	-0.014	0.035	0.414	0.05
O	-24.572	4.501	-3.192	0.217	0.695	0.351
O	-10.381	-6.143	-4.764	-0.014	-0.089	-0.047
O	-13.49	7.25	-2.184	0.38	0.475	-0.065
O	-27.73	-5.854	27.271	-0.093	-0.467	-0.023
O	-21.368	-7.931	-0.783	-0.024	0.039	-0.104
O	-24.156	-3.964	-5.555	0.098	0.193	-0.219
O	-3.444	-7.149	-3.019	-0.158	-0.437	0.301
O	-24.98	-4.115	25.631	-0.43	-0.02	0.295
O	-17.725	-3.531	-4.072	-0.049	0.229	0.515
O	-17.219	-2.641	26.954	-0.02	0.036	-0.27
O	-25.965	-6.975	-0.242	0.33	-0.145	-0.318
O	18.669	6.399	-2.417	-0.596	-0.046	-0.375
O	-13.2	-2.317	-4.882	-0.034	0.724	-0.103
O	-18.063	5.101	26.009	-0.17	-0.505	-0.09
O	-16.656	-7.318	24.285	-0.251	-0.522	-0.34
O	-29.49	-0.623	-4.027	0.092	0.163	-0.235
O	26.556	-4.055	0.089	0.292	-0.071	-0.017
O	14.637	-1.571	-4.989	0.018	0.063	0.468
O	26.022	-6.572	-4.537	-0.123	0.467	0.143
O	4.575	-4.621	26.873	0.453	0.043	-0.023
O	-8.175	2.982	-3.619	-0.249	-0.093	0.114
O	-14.916	-0.785	24.695	-0.223	0.015	0.453
O	27.884	-6.344	-0.139	-0.043	-0.156	-0.334
O	3.708	1.93	24.809	0.129	-0.372	0.385
O	-10.768	2.261	24.351	0.257	-0.262	0.152
O	-10.444	7.637	-5.255	0.099	-0.053	0.309
O	10.617	-0.551	-2.477	-0.43	-0.11	0.576
O	-22.442	5.12	-4.697	-0.039	0.224	-0.208
O	-28.946	-3.673	26.422	0.246	0.196	-0.125
O	28.82	0.621	27.464	0.035	0.221	-0.033
O	-14.321	0.852	26.657	-0.397	-0.074	-0.002
O	19.073	5.897	26.472	0.002	-0.199	0.798
O	-4.655	5.711	-3.613	-0.217	-0.038	0.121
O	-7.885	-0.174	26.334	0.357	-0.211	0.33
O	-10.773	0.338	-2.036	0.572	0.097	0.08
O	0.716	1.106	-4.639	0.122	0.012	-0.171
O	-28.65	-1.005	26.751	0.157	0.283	-0.357
O	8.276	-1.864	-4.406	-0.111	0.568	-0.382
O	-28.114	-6.744	-1.631	-0.029	0.228	0.56
O	-2.486	4.351	-3.937	0.356	-0.58	0.325
O	21.06	-5.097	-2.551	-0.041	-0.116	0.65
O	-30.12	0.443	-1.68	0.153	0.217	-0.435
O	-7.406	1.542	24.392	-0.314	-0.106	0.02
O	0.586	-1.542	-4.965	0.082	-0.621	0.217
O	-18.732	2.514	-2.886	0.29	0.467	-0.154
O	-32.601	5.534	-4.806	-0.166	-0.112	0.029
O	-1.728	4.038	25.065	0.076	-0.141	-0.228
O	3.554	0.322	-3.96	-0.088	0.509	-0.245
O	2.178	4.493	-1.74	0.4	0.064	-0.218
O	-2.571	2.341	-5.566	-0.284	-0.126	0.485
O	-3.834	-4.16	-0.111	0.169	-0.003	0.358
O	-21.614	6.535	-2.624	0.229	-0.573	0.435
O	-18.557	-8.024	-3.58	0.02	-0.07	0.439
O	-18.497	-4.301	24.518	-0.224	0.297	0.406
O	-28.885	5.538	-4.922	0.06	-0.552	-0.227
O	-26.759	7.269	-1.758	0.553	-0.332	-0.52
O	-10.577	-5.78	-2.127	-0.108	-0.653	-0.197
O	6.518	4.822	-2.679	-0.16	0.195	-0.473
O	-24.789	-4.311	-0.729	-0.14	-0.586	-0.344
O	-1.478	8.042	-1.698	0.206	0.535	0.476
O	-0.01	5.842	-1.671	0.138	-0.098	-0.661
O	-0.673	2.7	27.064	0.802	0.28	0.025
O	0.674	7.426	-4.884	-0.285	-0.598	0.473
O	-3.877	0.227	-3.769	0.079	0.287	0.074
O	30.624	2.627	-1.717	0.358	-0.376	-0.094
O	1.367	-0.496	-2.692	-0.229	-0.295	0.288
O	7.274	-7.354	0.31	-0.145	0.101	-0.432
O	12.81	-4.002	27.99	-0.243	0.122	0.728
O	7.615	-0.266	-2.29	-0.088	-0.137	0.263
O	5.23	-7.948	27.275	-0.04	-0.284	-0.196
O	-14.213	-6.81	27.164	-0.227	-0.24	0.033
O	-19.763	0.164	-3.381	0.217	-0.471	0.182
O	10.462	7.159	-3.02	-0.114	-0.112	0.216
O	20.454	6.707	-0.473	0.065	0.143	-0.197
O	6.361	-6.337	-4.815	0.08	-0.137	0.711
O	-7.116	-4.916	26.804	0.326	-0.167	-0.047
O	10.428	-5.479	0.828	0.186	-0.039	-0.316
O	32.183	-6.194	-4.828	-0.17	-0.111	-0.015
O	22.039	-3.301	-4.351	-0.16	0.098	0.013
O	29.633	-2.75	0.745	-0.169	0.179	-0.371
O	8.152	1.27	-0.157	0.016	0.279	-0.109
O	-23.879	-6.115	-4.308	0.521	0.469	0.274
O	6.736	6.453	26.571	0.079	-0.342	-0.206
O	-30.75	-2.872	-4.624	0.202	-0.583	0.247
O	27.741	0.973	-4.125	0.153	0.121	0.134
O	26.817	7.086	26.844	-0.359	-0.015	-0.042
O	14.178	0.822	-3.712	0.15	-0.03	0.134
O	-21.478	-1.413	-0.04	0.134	0.052	-0.34
O	11.871	-1.078	-4.647	0.505	-0.336	-0.278
O	9.222	7.132	0.241	0.259	0.115	-0.132
O	12.011	-1.568	-0.106	-0.533	0.058	-0.283
O	30.549	-2.036	-2.274	-0.397	0.108	0.295
O	7.346	1.758	25.822	-0.547	-0.149	0.275
O	24.532	2.698	27.889	0.032	0.241	-0.314
O	8.839	3.89	25.87	0.505	-0.228	-0.373
O	-9.057	4.698	-1.957	-0.33	0.224	-0.002
O	14.814	5.676	0.093	0.456	-0.032	-0.192
O	11.891	-7.522	-1.638	0.148	-0.098	-0.263
O	27.129	5.269	0.859	0.319	-0.189	-0.616
O	10.562	-6.7	-3.826	0.079	0.29	-0.035
O	26.511	-5.085	22.746	-0.043	-0.438	0.245
O	-9.109	3.883	25.873	0.59	0.496	-0.304
O	30.709	3.975	25.829	0.136	0.459	0.143
O	-2.738	-2.482	-1.787	0.362	0.642	-0.071
O	22.301	3.306	26.708	0.084	0.521	-0.004
O	-16.71	-7.153	-1.854	-0.14	-0.545	0.066
O	-26.702	-7.825	24.122	-0.186	0.191	0.001
O	25.63	6.822	-0.418	-0.378	0.28	-0.185
O	-28.524	-3.904	-0.138	-0.467	0.211	-0.039
O	26.424	0.047	-2.057	-0.598	0.231	0.026
O	21.466	6.517	26.887	0.872	0.006	-0.123
O	18.37	-6.353	24.431	0.117	0.441	0.371
O	28.586	1.191	-0.998	0.172	-0.162	-0.573
O	26.089	7.792	-2.754	0.61	0.197	0.283
O	-25.843	-1.951	-0.755	-0.405	0.459	-0.292
O	9.263	1.767	-2.417	0.108	0.684	-0.074
O	28.217	5.037	26.021	-0.045	-0.005	0.458
O	-9.009	0.53	-4.111	0.44	-0.312	-0.203
O	-29	-6.605	-4.083	0.131	-0.254	-0.047
O	-9.026	-4.348	-0.562	-0.153	-0.2	-0.17
O	-10.467	-0.226	0.997	-0.034	0.01	-0.161
O	-29.49	-4.677	-2.39	-0.443	0.194	-0.211
O	-17.943	6.313	-0.461	-0.191	0.351	-0.465
O	-30.657	-7.157	-2.099	-0.422	0.171	0.418
O	-19.813	-3.546	0.195	0.501	0.413	-0.401
O	-29.028	-2.059	-1.919	-0.235	0.004	0.181
O	-21.818	-6.952	27.965	-0.112	-0.367	-0.179
O	-24.576	4.669	25.67	-0.141	0.196	0.498
O	-8.556	-1.933	0.351	0.196	0.464	-0.07
O	-30.148	6.929	-3.197	-0.03	0.402	-0.17
O	-28.261	-2.488	-5.556	0.109	-0.209	0.523
O	2.205	-0.655	0.499	-0.092	-0.126	-0.656
O	12.472	1.357	-5.557	0.39	0.154	-0.458
O	-5.765	6.214	25.777	-0.064	-0.038	0.387
O	-24.949	2.192	26.443	0.268	-0.616	-0.069
O	-3.954	6.854	0.798	-0.208	-0.168	-0.28
O	-5.392	1.812	-2.193	0.22	0.163	-0.04
O	-21.332	-0.05	-5.502	0.091	0.491	-0.528
O	-31.654	-5.73	0.062	0.195	0.257	0.198
O	-1.196	-0.261	-3.416	-0.071	0.062	0.583
O	19.391	7.526	-4.69	-0.157	-0.633	-0.281
O	-28.418	5.239	-2.247	0.233	-0.246	-0.028
O	3.509	-4.633	-5.369	-0.006	-0.627	0.376
O	-7.127	-4.491	-5.555	-0.115	0.162	-0.122
O	-15.278	-4.36	27.435	0.566	0.35	0.377
O	23.026	5.541	-4.361	-0.447	-0.259	-0.025
O	32.064	3.277	-3.768	-0.051	-0.774	0.041
O	14.649	-4.615	26.239	-0.138	-0.475	-0.367
O	23.501	-4.4	-2.336	0.445	0.396	-0.048
O	-14.474	5.754	-4.167	0.117	-0.153	-0.535
O	23.153	-6.274	-0.455	-0.168	0.003	-0.322
O	-11.57	-3.977	-3.699	-0.229	-0.222	-0.019
O	-14.102	-7.568	-0.04	0.215	0.245	-0.284
O	-15.12	-4.111	-4.5	0.03	0.2	0.237
O	17.36	-7.761	-3.346	-0.523	-0.371	-0.202
O	-13.324	4.674	-2.047	0.262	0.16	0.328
O	-14.671	2.838	-3.302	-0.348	-0.068	0.161
O	12.709	-2.272	-2.445	0.189	-0.34	-0.192
O	-17.875	3.408	28.014	0.11	-0.115	-0.06
O	-7.204	5.517	-3.595	-0.007	0.418	0.725
O	16.261	0.557	-5.199	0.47	-0.002	0.349
O	-10.751	5.231	1.213	-0.196	0.206	-0.342
O	-17.124	0.634	-3.628	0.015	0.168	-0.324
O	-1.259	-3.76	0.059	0.319	0.176	-0.443
O	-23.97	2.626	24.11	0.433	0.234	-0.175
O	-6.655	1.579	0.179	-0.345	-0.237	-0.189
O	-5.968	4.204	-5.426	-0.004	-0.142	-0.05
O	-16.908	-6.029	-4.214	0.021	0.019	-0.535
O	-28.952	7.106	-0.408	-0.273	0.027	-0.375
O	-31.556	6.832	-0.943	-0.017	0.146	0.296
O	18.782	8.084	0.917	0.122	-0.253	0.153
O	-2.25	1.897	1.007	0.125	0.071	-0.174
O	-6.663	3.897	-1.086	0.425	0.227	-0.505
O	-9.841	-6.748	0.159	-0.03	-0.261	-0.207
O	2.76	-7.412	26.928	-0.477	0.039	0.198
O	16.404	5.75	26.689	0.168	-0.181	0.662
O	-11.52	1.004	-4.512	-0.087	-0.121	0.281
O	-19.811	-2.05	-5.066	0.17	0.499	0.44
O	-27.478	3.084	26.388	0.009	0.318	0.488
O	29.953	4.876	-2.922	-0.041	0.477	0.222
O	21.452	-2.685	-1.879	-0.24	0.362	-0.259
O	9.116	5.082	-2.123	0.229	-0.555	0.04
O	-0.253	3.518	-4.929	0.233	0.36	0.052
O	-25.818	-6.995	-2.913	-0.505	0.444	-0.113
O	24.473	1.153	-5.352	-0.665	0.22	0.446
O	-15.841	-5.716	0.272	-0.075	0.505	0.218
O	-12.86	-2.12	-2.294	0.19	-0.334	0.296
O	-4.244	-0.031	27.908	0.224	-0.149	-0.128
O	-2.828	-2.132	-4.337	0.288	-0.182	-0.4
O	22.06	-1.42	0.234	0.03	0.47	-0.324
O	3.495	-5.428	-0.374	-0.879	-0.342	-0.176
O	1.578	3.621	24.65	-0.115	-0.073	0.028
O	-16.861	5.578	-5.268	-0.661	0.417	0.064
O	10.411	-3.037	-3.526	0.015	-0.419	0.288
O	2.692	2.918	1.036	-0.224	-0.298	-0.355
O	0.767	4.563	0.506	-0.352	-0.152	-0.115
O	-1.409	6.537	0.415	0.673	0.206	0.079
O	27.073	1.652	25.794	0.049	0.004	-0.188
O	26.221	1.12	0.189	-0.305	-0.154	-0.259
O	-3.03	1.907	26.305	-0.303	-0.197	0.189
O	20.991	-3.41	26.991	0.57	-0.044	0.001
O	-7.394	2.288	26.961	0.5	-0.052	0.453
O	-25.152	-6.151	27.027	0.171	-0.6	0.265
O	-16.633	4.135	-0.37	-0.728	0.107	-0.133
O	-22.51	3.032	26.269	-0.03	-0.067	0.41
O	13.451	6.097	-4.697	0.461	-0.045	0.292
O	5.411	-5.624	1.303	0.275	0.295	0.077
O	-5.032	-2.966	-3.183	-0.215	-0.431	-0.241
O	-26.77	0.745	27.398	0.216	-0.303	-0.279
O	-14.927	0.91	-5.037	0.438	-0.382	-0.711
O	-11.725	-7.014	26.548	0.051	0.499	-0.127
O	6.22	-2.939	0.16	0.398	0.284	0.045
O	28.007	-4.943	-4.833	-0.113	0.419	-0.385
O	32.614	7.64	-3.13	-0.433	0.186	0.341
O	7.468	-0.569	24.559	0.342	0.185	0.002
O	14.251	3.279	-0.718	-0.245	-0.43	-0.377
O	28.121	-1.445	-3.199	-0.038	-0.418	0.481
O	12.23	4.88	-0.107	-0.07	0.248	-0.236
O	13.259	7.619	0.474	-0.189	-0.094	0.001
O	-16.185	-1.333	-4.984	-0.072	-0.305	0.462
O	27.734	-1.051	0.008	-0.047	-0.448	-0.364
O	-27.573	-1.151	23.155	-0.231	-0.277	0.232
O	15.741	1.236	-1.186	0.067	0.196	-0.483
O	28.402	-7.548	-5.132	0.381	0.106	0.053
O	19.209	3.099	0.466	-0.322	-0.203	0.276
O	-24.466	-3.035	-2.982	0.19	0.216	-0.037
O	-25.077	0.075	-2.866	-0.055	-0.491	-0.222
O	3.776	-0.243	-1.454	0.47	-0.315	-0.238
O	-5.185	-5.785	-4.381	0.132	-0.274	0.053
O	15.781	-4.883	0.209	0.203	-0.072	-0.182
O	-9.962	2.339	27.716	-0.194	0.102	-0.183
O	-7.335	-8.108	25.902	0.032	0.566	0.008
O	0.907	7.212	27.966	0.272	0.174	-0.283
O	24.886	-4.313	24.693	-0.13	0.316	0.381
O	24.284	2.733	0.864	-0.071	-0.13	-0.528
O	22.502	4.461	-0.065	-0.104	0.391	-0.352
O	-23.731	2.21	-2.172	0.633	0.192	0.188
O	-5.582	-2.812	26.222	-0.062	0.132	0.573
O	10.083	0.767	-4.713	-0.57	0.367	-0.106
O	-20.814	3.414	-1.573	-0.612	0.606	-0.035
O	-23.615	-2.03	26.522	0.06	0.35	-0.03
O	22.942	3.626	-2.541	-0.266	-0.567	-0.022
O	4.799	-0.908	0.873	0.38	0.285	-0.086
O	24.351	-2.675	0.81	-0.08	0.068	-0.187
O	10.364	0.119	0.858	0.232	-0.165	-0.583
O	-3.246	6.14	25.183	-0.143	0.86	0.041
O	31.143	-4.852	0.002	-0.408	-0.441	-0.192
O	18.007	-7.482	26.778	-0.444	-0.076	-0.201
O	-16.594	5.61	-2.602	-0.521	-0.25	-0.299
O	6.845	3.883	27.485	0.123	-0.241	0.319
O	-21.088	2.285	-4.036	-0.253	0.179	-0.325
O	1.657	-7.456	-2.872	-0.287	0.384	0.046
O	9.216	-7.318	-1.586	-0.157	0.321	-0.113
O	-24.932	-1.568	-5.008	-0.112	0.017	0.195
O	-14.244	3.955	25.539	-0.252	-0.319	0.246
O	-27.025	5.471	28.059	-0.032	-0.378	-0.316
O	-10.356	-1.308	26.423	-0.019	0.591	0.278
O	9.595	1.1	24.567	-0.035	-0.267	0.149
O	6.076	3.074	-4.536	0.43	-0.597	-0.044
O	-19.378	7.933	0.903	0.233	0.186	0.181
O	2.048	-0.702	27.478	0.335	-0.384	-0.311
O	-16.629	-2.536	23.69	-0.243	-0.126	0.455
O	8.299	-4.484	-4.665	0.019	-0.198	0.035
O	-14.777	-1.481	-0.473	-0.147	0.236	-0.157
O	-3	-1.83	0.707	0.208	0.294	-0.11
O	-8.736	3.734	0.464	0.105	-0.858	-0.081
O	29.741	-8.106	0.702	0.118	-0.018	-0.399
O	2.218	3.299	-4.178	0.235	0.342	-0.344
O	-32.498	-3.276	-1.126	0.831	0.174	0.245
O	30.184	-6.58	26.313	-0.125	0.527	-0.098
O	18.885	-1.913	27.188	-0.037	0.242	0.011
O	-11.528	-4.702	0.127	-0.145	-0.159	-0.552
O	-16.071	7.783	-4.021	0.64	0.216	-0.456
O	7.832	-3.058	27.628	-0.178	-0.049	-0.263
O	-24.2	-2.571	1.157	0.398	0.322	0.151
O	-23.535	-0.101	-0.864	-0.216	-0.188	0.39
O	32.219	-2.971	25.368	-0.691	-0.298	0.462
O	-7.419	-2.33	-4.098	-0.173	0.359	-0.3
O	-19.133	2.405	0.269	0.076	0.515	0.3
O	16.937	-7.02	-0.334	0.213	-0.266	-0.426
O	-8.954	-4.337	-3.61	0.375	-0.106	0.484
O	13.124	2.469	26.81	-0.069	-0.172	0.055
O	29.98	-1.611	-4.952	-0.417	-0.234	-0.15
O	-26.247	2.397	-2.945	-0.478	0.333	-0.09
O	2.832	3.381	26.871	-0.252	-0.186	0.211
O	24.872	-6.022	26.758	0.164	-0.064	-0.012
O	-20.188	3.918	26.867	-0.469	0.006	0.453
O	-14.871	-0.478	-2.814	-0.055	0.414	0.088
O	20.515	-6.409	-4.704	0.281	0.432	-0.223
O	12.287	-2.125	26.197	-0.44	0.077	-0.171
O	2.334	1.839	-2.062	-0.565	-0.084	0.398
O	-12.657	6.651	0.209	0.283	-0.191	-0.403
O	12.94	-6.463	26.776	-0.119	0.27	0.173
O	-23.804	6.812	24.352	0.437	-0.008	0.543
O	-21.768	-4.348	28.064	-0.225	0.005	0.489
O	-18.245	0.428	-1.282	0.213	-0.344	-0.155
O	-13.378	-3.014	0.967	0.051	0.198	-0.505
O	8.132	-5.613	24.141	0.254	-0.139	0.564
O	-11.498	-3.114	27.796	-0.285	0.048	0.262
O	29.087	7.397	25.552	0.293	-0.044	0.359
O	20.279	3.047	25.134	-0.001	0.341	0.075
O	16.81	-0.471	26.327	-0.382	0.226	0.398
O	26.833	6.642	24.301	-0.004	0.111	0.001
O	20.584	4.582	-1.934	0.068	-0.02	-0.676
O	-26.961	-3.727	-2.271	-0.002	-0.208	-0.113
O	8.32	-4.324	-0.319	0.273	-0.233	-0.296
O	-26.707	0.436	-4.808	-0.538	0.183	0.029
O	19.464	-1.947	-0.216	-0.286	-0.386	-0.13
O	-28.685	1.614	24.588	0.216	-0.436	0.251
O	-5.089	-0.21	1.22	0.165	0.095	-0.374
O	16.679	-3.029	26.226	0.27	-0.255	0.428
O	25.593	-5.841	-1.429	-0.049	-0.13	0.081
O	11.828	7.477	26.693	-0.238	-0.276	-0.136
O	-4.393	2.88	-0.18	0.068	0.361	-0.432
O	23.913	-6.96	-2.942	-0.345	-0.272	-0.101
O	0.159	-5.848	1.017	0.121	-0.097	-0.292
O	-4.105	-6.779	0.299	0.603	-0.191	-0.396
O	4.359	3.358	-2.558	-0.097	-0.032	0.488
O	-27.652	0.205	-2.358	0.035	-0.099	0.485
O	-12.834	2.901	27.433	0.654	-0.101	0.504
O	18.524	-5.367	-3.247	-0.019	0.677	-0.216
O	-10.843	-1.448	-3.92	0.558	-0.329	-0.364
O	-7.047	-2.925	-1.522	-0.102	0.136	0.02
O	-11.623	4.417	25.567	0.059	0.733	0.184
O	-5.448	1.013	25.943	0.02	-0.431	-0.29
O	-15.826	6.136	25.172	0.15	0.449	0.413
O	-24.465	7.725	-4.658	0.434	-0.274	-0.167
O	1.169	-6.308	-5.205	0.068	0.582	0.164
O	21.949	-2.654	23.192	0.053	0.018	0.366
O	9.248	-3.743	25.507	0.062	0.58	-0.094
O	22.056	1.169	25.134	-0.497	-0.239	-0.536
O	24.9	5.405	-2.511	0.055	0.151	-0.063
O	28.315	6.178	-4.487	-0.521	-0.198	-0.301
O	-30.353	-5.753	27.282	-0.161	0.256	0.019
O	-18.601	-0.483	26.175	0.13	0.114	-0.106
O	-2.691	5.727	-1.764	-0.413	-0.613	0.121
O	5.79	-3.808	-4.521	0.394	0.292	0.364
O	5.877	-0.982	-4.062	0.142	0.063	0.086
O	-30.681	4.35	-3.386	-0.15	-0.495	0.625
O	31.465	6.206	0.162	-0.339	-0.262	-0.009
O	0.247	-5.502	26.26	0.131	-0.296	-0.681
O	3.84	-4.493	-2.787	-0.622	0.267	0.082
O	21.968	7.767	-5.261	0.215	0.242	0.224
O	29.05	-6.827	24.049	-0.614	0.239	0.381
O	4.463	5.103	-4.931	-0.199	-0.288	-0.031
O	31.727	3.357	28.125	0.369	-0.41	-0.038
O	-9.543	5.153	-4.517	0.178	-0.161	-0.044
O	-11.911	5.967	-3.907	0.211	0.024	-0.136
O	-21.039	-7.348	-3.405	-0.081	0.561	0.099
O	5.039	5.705	0.725	-0.118	0.192	0.001
O	-16.673	1.589	0.457	0.152	-0.416	0.208
O	-22.412	-2.328	-4.675	0.152	-0.216	0.391
O	4.252	-7.041	-2.224	0.342	-0.202	-0.374
O	32.047	-3.726	-4.12	-0.152	0.017	-0.144
O	-32.336	-1.502	-3.044	0.222	0.514	-0.067
O	23.344	-1.267	-5.375	-0.042	0.134	0.382
O	-25.304	3.763	-0.842	-0.072	-0.054	-0.013
O	-4.149	4.817	27.236	0.191	0.231	0.208
O	27.861	-4.693	-2.175	0.211	-0.038	0.125
O	20.457	-4.256	24.482	-0.385	-0.204	-0.094

Results
total energy: -402654.831 eV
total energy less fixed offsets of O -438.25, Si -107.07 eV per atom: 13.719 eV
